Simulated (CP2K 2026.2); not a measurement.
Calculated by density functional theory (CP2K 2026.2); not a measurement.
Periodic cell of 2016 atoms, Si1440O576, from a study of silicon, its oxide and their interface. The atomic structure is a simulated model.
Doubt: the forces sum to 2.91 eV/angstrom along one axis rather than to zero, so they err by at least 0.0014 eV/angstrom per atom on average; the grid cutoff is modest.

Settings
functional: PBE
method: Gaussian and plane waves
basis set: DZVP-MOLOPT-SR-GTH
pseudopotentials: GTH-PBE
grid cutoff: 350 Ry, relative cutoff 50 Ry
k points: Gamma only
occupations: fixed
spin: none
net charge: 0

Cell vectors (angstrom)
a	65.28	0	0
b	0	16.32	0
c	5.3459	5.4597	33.4482

Atoms and the computed forces on them: element, x, y, z (angstrom), force x, y, z (eV/angstrom)
Si	1.296	15.432	0.155	0.064	-0.317	0.66
Si	3.944	1.498	0.685	0.195	-0.173	0.694
Si	1.684	3.675	0.134	-0.369	0.381	0.569
Si	9.704	11.806	33.403	-0.147	0.319	0.644
Si	6.541	15.212	33.237	0.261	-0.275	0.675
Si	4.312	11.947	0.368	0.008	-0.016	0.648
Si	6.85	14.581	0.226	-0.034	0.343	0.686
Si	9.857	1.017	0.488	-0.129	0.031	0.719
Si	6.555	4.121	0.378	0.144	0.068	0.599
Si	9.682	6.462	0.144	-0.028	0.193	0.674
Si	6.518	9.774	0.109	0.133	-0.132	0.747
Si	63.338	18.034	33.197	0.384	-0.289	0.714
Si	66.183	20.714	33.376	0.215	-0.131	0.735
Si	64.159	1.132	0.07	-0.18	0.141	0.722
Si	60.915	4.304	0.025	0.157	-0.054	0.723
Si	69.107	12.495	33.425	0.193	-0.312	0.711
Si	66.894	14.773	33.335	-0.281	0.237	0.709
Si	69.611	17.496	33.407	-0.117	0.14	0.699
Si	2.635	16.331	1.829	-0.039	-0.03	-0.03
Si	5.474	2.718	1.835	0.032	0.01	-0.024
Si	2.714	5.406	1.345	0.002	0	-0.066
Si	5.391	8.07	1.285	0.016	-0.012	-0.049
Si	2.686	10.707	1.4	-0.047	-0.015	-0.027
Si	5.421	13.504	1.682	-0.032	0.022	-0.087
Si	8.079	16.213	1.495	-0.011	-0.004	-0.066
Si	59.871	2.761	1.452	-0.004	0.012	-0.034
Si	8.17	5.349	1.521	-0.014	0.005	-0.034
Si	59.866	8.195	1.149	0.013	-0.02	-0.044
Si	8.136	10.857	1.448	-0.027	0.001	-0.061
Si	59.72	13.579	1.122	-0.033	-0.002	-0.068
Si	62.522	16.275	1.26	-0.018	0.008	-0.047
Si	65.26	2.692	1.419	0.009	-0.022	-0.074
Si	62.558	5.454	1.255	-0.001	0.002	-0.051
Si	65.35	8.194	1.217	0.02	0.021	-0.045
Si	62.621	10.914	1.237	0.014	-0.008	-0.045
Si	65.417	13.635	1.23	0.001	0.04	-0.046
Si	1.228	1.419	2.975	-0.016	0.047	0.041
Si	3.983	4.128	2.915	-0.062	0.007	0.034
Si	1.349	6.809	2.645	0.002	-0.006	-0.005
Si	4.028	9.35	2.744	0.056	0.01	0.018
Si	1.39	12.227	2.678	-0.006	-0.007	0.016
Si	4.052	14.893	2.961	0.033	-0.012	0.037
Si	6.86	1.269	2.959	0.029	-0.041	0.033
Si	9.491	4.024	2.922	0.001	0.002	0.04
Si	6.785	6.804	2.745	-0.02	0.01	0.026
Si	9.55	9.473	2.706	-0.005	-0.008	0.002
Si	6.83	12.154	2.936	0.019	-0.019	0.036
Si	58.449	14.936	2.632	0.016	-0.023	0.02
Si	61.257	1.353	2.704	0.006	-0.022	0.011
Si	63.875	4.099	2.666	-0.032	-0.027	0.021
Si	61.183	6.835	2.605	0.005	0.013	0.033
Si	63.951	9.53	2.627	-0.017	-0.015	0.017
Si	61.147	12.253	2.512	0.008	0.039	-0.003
Si	63.906	14.902	2.607	0.029	0.007	0.015
Si	65.14	16.263	4.128	0.001	-0.012	-0.005
Si	2.638	2.764	4.252	-0.001	-0.008	0.033
Si	65.237	5.462	4.015	0.027	0.005	0.009
Si	2.666	8.083	4.125	-0.009	0.008	0.021
Si	65.257	10.893	4.025	0.022	-0.008	-0.007
Si	2.668	13.505	4.187	-0.029	-0.018	0.016
Si	5.425	16.275	4.255	-0.001	0.009	-0.006
Si	8.172	2.67	4.278	0.004	0.007	0.023
Si	5.414	5.484	4.166	0.021	0.007	-0.024
Si	8.164	8.149	4.094	-0.004	-0.009	0.006
Si	5.381	10.759	4.131	-0.018	-0.001	-0.002
Si	8.162	13.545	4.267	0.008	0.025	0.003
Si	59.83	16.295	3.998	-0.016	-0.003	-0.024
Si	62.558	2.728	4.068	0.012	-0.017	0.011
Si	59.804	5.471	3.983	0.013	-0.001	-0.02
Si	62.547	8.175	3.982	0.023	-0.006	-0.007
Si	59.806	10.885	3.904	0.007	0.002	0.002
Si	62.506	13.569	3.955	0.013	-0.009	0
Si	66.568	14.962	16.246	0.012	-0.011	-0.01
Si	3.993	17.649	16.283	0.004	-0.011	0.008
Si	66.537	4.041	16.329	-0.003	-0.015	-0.002
Si	4.004	6.792	16.256	0.006	-0.015	-0.003
Si	66.575	9.435	16.328	-0.005	-0.015	-0.003
Si	4.037	12.221	16.226	-0.008	0.006	-0.008
Si	6.699	14.923	16.213	-0.015	0	-0.014
Si	58.46	17.654	16.343	0.011	0.003	0.004
Si	6.708	4.035	16.221	-0.012	0.001	-0.016
Si	58.512	6.778	16.386	0.016	0.021	0.01
Si	6.759	9.539	16.221	0.001	0.002	-0.003
Si	58.488	12.222	16.34	0.002	0.021	-0.007
Si	61.12	14.925	16.353	-0.011	-0.028	-0.013
Si	63.852	17.686	16.387	0.018	0.001	0.009
Si	61.189	4.079	16.39	0.011	-0.003	0.006
Si	63.896	6.75	16.391	-0.008	0.007	0.006
Si	61.152	9.454	16.368	-0.019	-0.009	0.003
Si	63.841	12.184	16.307	0	-0.003	-0.016
Si	67.932	16.265	17.645	-0.018	0.004	-0.007
Si	5.344	19.03	17.623	-0.003	-0.009	0.008
Si	67.932	5.418	17.611	0.03	0.03	-0.039
Si	5.416	8.156	17.546	-0.019	0.003	0.012
Si	68.008	10.818	17.559	0.028	0	0.014
Si	5.368	13.565	17.619	0.027	0.003	0.02
Si	8.057	16.325	17.478	0.012	0.011	-0.006
Si	59.803	19.043	17.717	-0.022	-0.005	-0.007
Si	8.116	5.375	17.51	-0.002	-0.017	-0.032
Si	59.885	8.093	17.837	0.021	-0.008	0.026
Si	8.046	10.952	17.592	-0.001	0.01	-0.008
Si	59.817	13.555	17.781	0.005	-0.004	0
Si	62.47	16.29	17.701	-0.01	-0.006	0.007
Si	65.201	19.056	17.794	-0.012	0.029	0.036
Si	62.587	5.389	17.81	0.001	-0.019	-0.01
Si	65.264	8.076	17.785	0.018	-0.01	0.018
Si	62.518	10.807	17.704	0.021	0.023	-0.009
Si	65.196	13.614	17.57	0.003	0.004	-0.008
Si	66.58	17.602	19.02	0.016	-0.018	-0.019
Si	3.973	4.084	18.981	0.008	-0.008	-0.026
Si	66.696	6.694	19.127	-0.03	-0.021	0.02
Si	4.14	9.527	18.95	0.005	0.026	-0.039
Si	66.62	12.232	18.777	-0.006	0.006	-0.027
Si	4.017	14.895	18.996	-0.022	0.013	-0.013
Si	6.735	17.627	18.885	-0.012	0.005	-0.046
Si	58.435	4.063	19.102	-0.003	0.03	0.009
Si	6.772	6.729	18.81	-0.005	0.007	-0.009
Si	58.453	9.524	19.069	-0.006	0.003	-0.026
Si	6.671	12.231	19.054	-0.009	-0.019	-0.008
Si	9.339	14.983	18.863	-0.007	-0.023	-0.03
Si	61.151	17.69	19.075	0.023	-0.006	0.01
Si	63.929	4.114	19.315	0.006	0	0.007
Si	61.311	6.719	19.262	-0.012	0.008	-0.012
Si	63.852	9.446	19.098	-0.033	-0.013	-0.028
Si	61.228	12.164	19.121	-0.009	0.003	-0.019
Si	63.829	14.886	19.009	-0.029	-0.026	-0.017
Si	65.158	16.258	20.339	0.008	0.015	0.042
Si	67.943	18.976	20.346	-0.023	0.021	0.055
Si	65.468	5.426	20.756	0.003	-0.046	0.044
Si	68.155	8.123	20.302	0.028	-0.017	0.044
Si	65.323	10.909	20.153	0.015	0.013	0.042
Si	67.92	13.461	20.252	0.021	-0.012	0.062
Si	5.405	16.286	20.272	0.013	0.019	0.061
Si	8.068	18.952	20.285	0.003	-0.01	0.052
Si	5.441	5.433	20.234	-0.005	-0.014	0.036
Si	8.108	8.165	20.046	0.014	-0.017	0.012
Si	5.371	10.852	20.494	-0.004	0.022	0.068
Si	7.991	13.688	20.319	-0.015	0.017	0.084
Si	59.698	16.372	20.364	0.001	0.032	0.057
Si	62.475	18.979	20.569	-0.001	-0.007	0.048
Si	59.821	5.348	20.536	0.009	0.004	0.026
Si	62.733	8.077	20.708	0.004	-0.02	0.032
Si	59.851	10.804	20.476	-0.003	0.009	0.07
Si	62.621	13.501	20.506	0.032	0.02	0.039
Si	66.381	14.673	21.497	0.086	0.069	-0.743
Si	4.341	17.908	21.535	-0.166	-0.152	-0.785
Si	66.459	19.83	21.957	0.222	0.437	-0.609
Si	4.489	7.028	21.63	-0.142	0.01	-0.66
Si	66.788	9.627	21.395	0.1	0.033	-0.529
Si	3.599	11.888	21.738	0.198	0.049	-0.706
Si	6.825	15.168	21.754	-0.096	-0.179	-0.645
Si	58.539	17.824	21.887	-0.177	-0.188	-0.711
Si	6.515	3.825	21.534	0.168	0.128	-0.742
Si	58.647	6.999	21.724	-0.13	-0.181	-0.7
Si	6.718	9.219	21.557	-0.066	0.215	-0.554
Si	9.6	12.596	21.566	-0.213	-0.319	-0.693
Si	60.988	14.854	21.536	0.275	0.123	-0.736
Si	64.035	17.72	21.821	-0.26	-0.194	-0.713
Si	60.831	3.702	21.921	0.147	0.136	-0.74
Si	64.718	7.312	22.055	-0.326	-0.221	-0.662
Si	60.948	9.166	21.796	0.135	0.133	-0.723
Si	64.372	12.344	21.723	-0.352	-0.04	-0.644
Si	64.366	15.569	29.396	-0.04	-0.104	0.099
Si	67.148	15.359	30.302	-0.018	-0.065	0.093
Si	62.037	4.498	24.792	-0.061	-0.093	-0.084
Si	69.397	20.185	26.237	0.073	0.149	-0.002
Si	6.149	7.561	25.426	0.043	-0.08	-0.085
Si	61.49	7.159	26.331	-0.063	-0.054	0.022
Si	61.535	9.908	24.779	0.047	0.012	-0.141
Si	5.926	8.668	28.13	0.073	0.054	-0.05
Si	65.419	11.411	27.246	-0.06	0.087	-0.063
Si	58.14	19.952	25.433	0.031	0.042	-0.024
Si	60.668	18.424	25.851	0.04	-0.071	0.028
Si	7.333	8.291	30.747	0.091	0.046	0.209
Si	8.617	18.104	31.112	-0.117	0.076	-0.003
Si	12.328	8.441	31.098	0.078	-0.061	0.033
Si	68.538	7.857	28.513	0.002	0.023	0.029
Si	62.237	16.452	23.996	0.143	-0.061	-0.094
Si	63.454	7.171	28.778	-0.035	0.002	0.081
Si	59.749	12.27	24.728	0.038	0.037	-0.268
Si	64.059	11.61	24.679	0.013	-0.089	-0.143
Si	62.243	13.843	25.425	-0.164	-0.021	0.021
Si	12.101	14.762	26.652	-0.104	0.132	0.052
Si	8.276	9.443	24.242	0.102	-0.083	-0.098
Si	68.853	6.516	24.498	-0.003	-0.037	-0.008
Si	56.555	16.674	24.127	0.055	-0.046	-0.174
Si	64.769	20.374	25.856	-0.01	0.07	0.043
Si	7.979	15.173	30.415	-0.2	-0.076	0.086
Si	62.727	13.76	31.092	-0.068	0.043	0.061
Si	62.855	17.971	30.132	0.058	-0.083	0.208
Si	5.182	13.446	26.919	-0.073	-0.102	0.006
Si	67.075	18.78	24.799	-0.006	0.073	-0.33
Si	69.349	5.005	29.149	0.134	-0.013	-0.014
Si	9.962	8.352	29.442	0.068	0.06	-0.045
Si	8.695	5.622	31.7	-0.025	-0.008	0.101
Si	65.839	8.338	27.371	0.008	0.048	-0.098
Si	9.386	20.235	25.853	-0.072	0.061	0.018
Si	6.068	19.338	29.724	-0.03	0.001	0.076
Si	6.829	15.798	27.501	0.204	-0.013	0.113
Si	14.49	6.486	31.175	-0.12	-0.062	-0.047
Si	64.14	20.547	28.944	0.114	-0.05	-0.047
Si	13.441	12.727	28.562	0.201	0.091	0.092
Si	65.743	6.807	24.886	-0.069	-0.023	-0.158
Si	68.215	8.514	31.411	0.023	-0.01	0.154
Si	67.898	12.728	28.678	0.108	0.019	0.02
Si	6.738	11.42	28.683	-0.067	0.041	-0.052
Si	66.942	20.131	30.376	-0.087	-0.02	0.113
Si	68.823	17.831	30.457	0.03	0.033	0.121
Si	11.664	10.668	29.349	-0.148	-0.076	-0.037
Si	68.119	16.216	23.676	0.097	-0.016	-0.015
Si	60.166	17.955	28.736	0.144	0.044	0.015
Si	4.804	13.895	23.933	0.077	0.115	-0.194
Si	9.396	14.849	25.874	0.082	0.106	-0.128
Si	7.886	5.581	23.736	-0.027	0.064	-0.111
Si	9.259	12.43	30.329	-0.009	-0.049	0.136
Si	69.568	11.156	30.684	-0.13	0.071	-0.012
Si	1.27	14.913	5.459	0.014	0.028	-0.001
Si	4.026	1.354	5.528	0.001	0.003	0.014
Si	1.255	4.137	5.502	-0.002	-0.006	0.014
Si	4.035	6.794	5.524	-0.012	-0.019	0.004
Si	1.304	9.509	5.414	-0.005	0.01	0.004
Si	4.038	12.143	5.501	0.03	-0.003	0.004
Si	6.779	14.91	5.583	0.011	0.003	0.014
Si	9.557	1.345	5.592	0.01	-0.013	0.029
Si	6.756	4.079	5.511	-0.008	-0.009	0.009
Si	9.517	6.801	5.472	-0.003	-0.008	0.008
Si	6.786	9.467	5.486	0.002	-0.002	-0.004
Si	9.553	12.177	5.532	-0.005	0	0.014
Si	61.171	14.931	5.363	0.014	0.017	-0.004
Si	63.834	1.341	5.472	0.013	0.006	0.014
Si	61.143	4.089	5.366	-0.003	0.006	-0.004
Si	63.867	6.808	5.378	-0.005	-0.002	0.007
Si	61.154	9.532	5.317	-0.004	0.004	0
Si	63.851	12.222	5.367	-0.003	0.009	0.002
Si	2.636	16.284	6.817	0.001	0.003	0.005
Si	5.391	2.72	6.862	-0.006	0.013	0.006
Si	2.651	5.448	6.856	0.002	-0.004	0.002
Si	5.408	8.145	6.858	0.004	-0.001	-0.006
Si	2.648	10.822	6.835	0.014	-0.005	-0.005
Si	5.379	13.536	6.861	-0.002	-0.007	0.003
Si	8.152	16.298	6.893	0.001	0.006	-0.003
Si	10.919	2.746	6.875	-0.005	-0.006	0.003
Si	8.147	5.439	6.832	-0.002	0.01	-0.009
Si	10.882	8.155	6.829	0.003	0.001	-0.009
Si	8.136	10.842	6.844	-0.003	0.002	-0.007
Si	10.907	13.58	6.847	-0.008	-0.001	-0.003
Si	62.468	16.293	6.79	0.003	0.003	0
Si	65.198	2.712	6.814	0.002	-0.001	-0.004
Si	62.504	5.437	6.739	0.008	-0.006	-0.003
Si	65.212	8.156	6.768	0.013	0.005	0
Si	62.494	10.867	6.73	-0.002	-0.001	-0.003
Si	65.182	13.562	6.792	-0.011	0	-0.007
Si	66.561	1.341	8.161	0.018	0.006	0.005
Si	4.008	4.071	8.194	-0.01	-0.015	0.007
Si	66.558	6.814	8.17	0.019	0.007	-0.007
Si	4.023	9.492	8.196	0.005	0.014	0.005
Si	66.552	12.208	8.154	0.005	-0.008	-0.008
Si	4.001	14.925	8.173	-0.007	0	-0.005
Si	6.763	1.356	8.199	0.005	0.003	-0.002
Si	9.511	4.092	8.193	0.009	0.003	-0.002
Si	6.771	6.779	8.193	-0.003	-0.004	-0.001
Si	9.511	9.503	8.188	-0.004	-0.006	-0.005
Si	6.766	12.2	8.195	0.004	0	0.003
Si	9.527	14.933	8.203	-0.002	0.001	0.004
Si	61.118	1.35	8.127	-0.006	-0.016	0.003
Si	63.828	4.075	8.144	-0.002	-0.013	-0.006
Si	61.145	6.799	8.096	0	0.009	-0.002
Si	63.841	9.511	8.118	-0.003	-0.007	-0.005
Si	61.148	12.22	8.112	0.003	0.005	-0.005
Si	63.836	14.936	8.147	0.008	0.007	-0.002
Si	65.192	16.298	9.508	-0.002	-0.001	-0.002
Si	2.638	2.698	9.519	0.01	-0.009	0.008
Si	65.195	5.432	9.501	0.012	-0.002	-0.009
Si	2.647	8.143	9.54	0	-0.003	0.003
Si	65.192	10.854	9.51	0.006	0.003	0.002
Si	2.628	13.573	9.518	0.002	0.01	0.006
Si	5.372	16.302	9.511	0.001	0.003	0.002
Si	8.129	2.728	9.532	0.005	-0.004	0
Si	5.384	5.428	9.533	-0.002	-0.006	-0.003
Si	8.133	8.15	9.532	0.003	-0.004	-0.005
Si	5.383	10.859	9.539	-0.002	0.003	0.001
Si	8.132	13.579	9.525	-0.002	-0.001	0
Si	59.777	16.295	9.483	-0.006	0.015	0.005
Si	62.479	2.703	9.498	-0.002	0	0.002
Si	59.793	5.43	9.467	0.003	-0.008	-0.004
Si	62.493	8.144	9.482	0.008	-0.002	0.004
Si	59.799	10.857	9.48	0.002	0.003	0.002
Si	62.488	13.571	9.505	0.002	0.004	0
Si	66.543	14.933	10.872	0.005	0.007	-0.001
Si	4.001	17.659	10.864	-0.007	0.007	0.005
Si	66.55	4.066	10.857	0	-0.006	-0.002
Si	4.011	6.778	10.883	0.003	0	0.008
Si	66.553	9.501	10.877	0.009	0.007	-0.001
Si	4.004	12.224	10.868	0.009	-0.008	0.005
Si	6.747	14.945	10.848	0.012	-0.002	0
Si	9.494	17.686	10.871	-0.006	-0.007	0.007
Si	6.746	4.072	10.881	-0.007	0.002	0.006
Si	9.5	6.807	10.884	0.002	-0.003	0.006
Si	6.751	9.499	10.876	-0.002	0.006	0.003
Si	9.506	12.232	10.866	0.008	-0.005	0.003
Si	61.135	14.94	10.86	0	-0.007	0.001
Si	63.835	17.662	10.864	0.01	-0.001	0.002
Si	61.132	4.068	10.857	-0.002	-0.003	0.003
Si	63.839	6.784	10.861	0.003	0.003	-0.004
Si	61.148	9.498	10.858	-0.007	0.002	-0.003
Si	63.842	12.215	10.879	0	0.004	0.001
Si	2.624	16.305	12.21	0.009	-0.011	0.001
Si	5.359	2.706	12.213	0.003	-0.018	0.008
Si	2.636	5.41	12.219	-0.002	-0.015	-0.003
Si	5.376	8.146	12.225	0.005	-0.005	0.001
Si	2.637	10.865	12.22	-0.008	0.003	-0.001
Si	5.376	13.594	12.199	-0.001	0.019	0.006
Si	8.106	16.316	12.19	-0.005	0.006	-0.003
Si	10.856	2.736	12.215	0.001	-0.008	-0.002
Si	8.112	5.449	12.213	0.006	0.003	-0.003
Si	10.869	8.181	12.218	0	0.014	-0.006
Si	8.127	10.871	12.199	0	0.003	-0.004
Si	10.863	13.608	12.208	-0.01	0.001	0.003
Si	62.488	16.299	12.235	-0.002	0.005	0.003
Si	65.191	2.712	12.22	0.01	0.007	-0.005
Si	62.493	5.418	12.228	0.002	-0.005	-0.001
Si	65.196	8.131	12.232	0.004	-0.01	-0.003
Si	62.5	10.843	12.243	0.004	0.003	0.002
Si	65.19	13.579	12.25	0.008	0.001	0.008
Si	66.551	17.674	13.57	-0.008	0.006	0.001
Si	3.988	4.053	13.578	-0.002	0.005	0.012
Si	66.552	6.757	13.577	-0.001	0.008	-0.002
Si	3.999	9.502	13.563	-0.005	0.009	0.001
Si	66.555	12.202	13.593	0.02	-0.001	0.003
Si	3.992	14.943	13.543	-0.002	0.007	0.006
Si	6.722	17.652	13.539	0.008	-0.001	0.01
Si	9.475	4.094	13.551	-0.008	0.004	0.009
Si	6.746	6.796	13.574	-0.008	-0.001	0.008
Si	9.49	9.529	13.558	0.01	-0.015	0.002
Si	6.759	12.235	13.529	0.013	-0.014	0.005
Si	9.479	14.971	13.535	-0.003	-0.001	0.004
Si	61.149	17.662	13.612	0.003	-0.001	0.004
Si	63.839	4.057	13.601	0.005	-0.001	0.005
Si	61.167	6.779	13.612	-0.008	0.003	0
Si	63.851	9.476	13.616	0.006	-0.004	0.002
Si	61.14	12.202	13.599	0.002	0.006	-0.001
Si	63.835	14.947	13.619	-0.005	-0.005	0.008
Si	65.192	16.349	14.955	0.014	0.005	0.006
Si	2.621	2.695	14.949	-0.001	-0.006	0.002
Si	65.202	5.407	14.964	0.009	0.002	0.006
Si	2.632	8.126	14.908	0.003	0	0.012
Si	65.219	10.825	14.971	0	-0.001	0.005
Si	2.646	13.583	14.908	-0.001	0.003	-0.001
Si	5.341	16.303	14.895	0.002	-0.004	0.002
Si	8.084	2.713	14.856	-0.005	-0.009	-0.001
Si	5.361	5.429	14.902	0.001	-0.001	-0.002
Si	8.13	8.166	14.903	0.003	0.003	-0.002
Si	5.391	10.876	14.867	0.001	0.001	0.001
Si	8.112	13.608	14.877	0.008	0.005	0.006
Si	59.792	16.29	14.964	-0.003	-0.007	0
Si	62.501	2.703	14.994	-0.016	-0.002	0.006
Si	59.835	5.422	14.993	0.015	0.003	0.003
Si	62.526	8.108	15.011	0.007	0	-0.001
Si	59.812	10.829	14.981	-0.001	0.006	0.003
Si	62.476	13.565	14.973	-0.005	-0.002	0.007
Si	17.443	15.379	0.149	0.047	-0.247	0.713
Si	20.121	1.5	0.22	0.248	-0.058	0.708
Si	18.117	3.876	0.157	-0.224	0.069	0.764
Si	20.8	6.593	0.291	-0.112	0.01	0.785
Si	17.596	9.762	0.095	0.086	-0.245	0.705
Si	20.681	12.037	0.045	-0.056	0.174	0.694
Si	28.86	20.423	33.214	-0.311	0.139	0.69
Si	26.183	1.298	0.201	-0.19	0.029	0.751
Si	22.98	4.367	0.09	0.08	-0.224	0.743
Si	26.061	6.503	0.171	-0.061	0.199	0.711
Si	22.814	9.744	0.163	0.22	-0.005	0.672
Si	9.261	12.553	0.292	0.083	-0.178	0.687
Si	12.097	15.158	0.378	0.08	-0.111	0.606
Si	15.146	1.186	0.117	-0.105	0.217	0.716
Si	11.885	4.239	0.127	0.216	-0.078	0.758
Si	20.063	12.41	33.296	0.242	-0.218	0.713
Si	17.877	14.718	33.405	-0.267	0.127	0.767
Si	15.226	11.83	0.229	-0.009	0.237	0.76
Si	18.943	16.408	1.628	-0.02	-0.007	-0.039
Si	21.818	2.712	1.332	0.005	0.019	-0.061
Si	19.198	5.414	1.521	0.001	0.004	-0.056
Si	21.832	8.199	1.604	0.011	0.003	-0.035
Si	19.118	10.935	1.431	0.002	-0.004	-0.036
Si	21.855	13.76	1.159	0.008	-0.006	-0.055
Si	24.547	16.399	1.346	-0.004	-0.015	-0.062
Si	10.921	2.715	1.637	-0.008	0.03	-0.048
Si	24.512	5.424	1.527	-0.012	-0.013	-0.037
Si	10.904	8.128	1.293	-0.002	-0.001	-0.059
Si	24.448	10.976	1.344	0.008	-0.027	-0.025
Si	10.878	13.596	1.608	-0.003	0.002	-0.066
Si	13.669	16.377	1.561	0.017	0.02	-0.037
Si	16.371	2.787	1.352	0.012	-0.01	-0.07
Si	13.575	5.434	1.288	-0.02	-0.002	-0.059
Si	16.377	8.064	1.219	-0.033	0.005	-0.027
Si	13.612	10.734	1.476	-0.012	-0.01	-0.058
Si	16.356	13.615	1.305	0.007	-0.016	-0.045
Si	17.625	1.48	2.899	-0.015	0.046	0.03
Si	20.528	4.042	2.836	0.015	-0.019	0.046
Si	17.72	6.799	2.705	0.006	0.024	-0.002
Si	20.394	9.554	2.842	0.002	0.014	0.017
Si	17.738	12.312	2.734	-0.018	0.007	0.026
Si	20.459	14.977	2.686	0.01	-0.041	0.005
Si	23.163	1.385	2.72	0.003	0.023	-0.001
Si	25.835	4.073	2.901	0.002	0.009	0.023
Si	23.239	6.855	2.883	0.007	-0.019	0.026
Si	25.873	9.583	2.652	-0.01	-0.008	0.007
Si	23.118	12.374	2.697	-0.032	0.052	0.003
Si	9.478	14.937	2.927	-0.028	-0.007	0.036
Si	12.337	1.406	2.931	-0.015	-0.025	0.035
Si	14.974	4.129	2.686	-0.009	-0.016	-0.005
Si	12.255	6.792	2.715	0.01	0.001	0.038
Si	15.038	9.382	2.744	0.018	-0.019	0.023
Si	12.273	12.158	2.805	0.018	0.019	0.013
Si	15.021	14.921	2.784	0.015	-0.004	0.038
Si	16.322	16.331	4.172	-0.008	0.003	-0.015
Si	19.091	2.769	4.196	-0.012	0.005	-0.012
Si	16.347	5.462	4.076	-0.001	-0.01	-0.002
Si	19.03	8.169	4.13	-0.012	0.007	0.009
Si	16.367	10.873	4.05	-0.01	0.008	-0.023
Si	19.112	13.639	4.099	-0.008	0.001	0.004
Si	21.794	16.345	4.078	-0.003	-0.002	-0.01
Si	24.475	2.705	4.185	0.006	-0.008	0.011
Si	21.842	5.463	4.175	0.003	-0.015	-0.025
Si	24.597	8.253	4.143	0.014	0.004	0.006
Si	21.791	10.976	4.1	0.02	0.005	-0.032
Si	24.488	13.664	4.126	0.009	-0.016	-0.012
Si	10.895	16.338	4.198	-0.051	0.014	-0.028
Si	13.694	2.796	4.181	0.016	0.008	0.016
Si	10.901	5.453	4.136	0.015	0.002	-0.017
Si	13.632	8.102	4.119	-0.004	-0.006	-0.013
Si	10.883	10.82	4.126	-0.008	-0.015	0.001
Si	13.635	13.566	4.124	-0.001	0.009	-0.001
Si	17.683	15.038	16.269	0.009	-0.014	-0.011
Si	20.465	17.766	16.292	0.009	0.015	0.001
Si	17.675	4.182	16.288	0.002	-0.016	-0.001
Si	20.416	6.91	16.275	-0.009	0.007	-0.007
Si	17.67	9.594	16.284	-0.014	0.002	-0.014
Si	20.426	12.347	16.304	0.01	0.014	-0.009
Si	23.186	15.058	16.346	0.018	-0.014	0.003
Si	9.456	17.694	16.191	0.001	0.004	-0.002
Si	23.154	4.135	16.325	-0.003	-0.013	-0.009
Si	9.496	6.806	16.25	0.02	0.01	0.003
Si	23.158	9.637	16.324	0.006	-0.001	0.005
Si	9.462	12.278	16.263	0.002	0.01	0.003
Si	12.18	14.984	16.264	-0.01	-0.01	-0.003
Si	14.919	17.762	16.301	0.029	-0.011	0.006
Si	12.193	4.128	16.244	0.005	0	-0.003
Si	14.95	6.896	16.295	0.028	0.011	0.008
Si	12.207	9.544	16.251	-0.002	-0.001	0.009
Si	14.94	12.309	16.253	-0.002	0.006	-0.01
Si	19.062	16.415	17.584	-0.005	-0.009	-0.03
Si	21.805	19.099	17.711	-0.003	0.014	0.008
Si	19.016	5.595	17.615	-0.015	0	-0.016
Si	21.784	8.256	17.637	-0.003	0.006	0.011
Si	19.035	10.976	17.604	-0.019	0.014	-0.007
Si	21.779	13.726	17.667	-0.016	-0.009	-0.001
Si	24.543	16.398	17.752	-0.012	-0.002	0.008
Si	10.793	19.073	17.543	-0.015	-0.012	0
Si	24.563	5.486	17.635	-0.005	-0.029	-0.004
Si	10.854	8.179	17.613	0.005	-0.026	0.01
Si	24.511	11.02	17.682	-0.011	0.003	0.006
Si	10.827	13.621	17.642	-0.008	0.007	0.022
Si	13.517	16.37	17.604	0.003	0.008	0.013
Si	16.28	19.167	17.634	-0.017	0.032	-0.002
Si	13.535	5.527	17.58	-0.02	0.007	-0.015
Si	16.297	8.279	17.677	0.004	-0.011	0.002
Si	13.53	10.969	17.569	-0.004	0.016	-0.022
Si	16.305	13.675	17.598	-0.004	0.006	0.015
Si	17.7	17.785	18.889	0.03	-0.001	-0.013
Si	20.394	4.241	18.918	0.023	-0.007	-0.037
Si	17.683	6.939	19.042	0.007	-0.013	-0.015
Si	20.413	9.65	18.952	0.004	-0.009	-0.01
Si	17.677	12.334	18.957	0.014	-0.03	-0.03
Si	20.396	15.106	18.996	0.01	0.004	-0.018
Si	23.164	17.726	19.129	-0.013	0.005	-0.019
Si	9.399	4.029	18.927	-0.009	0.009	0.006
Si	23.215	6.886	18.912	-0.005	0.009	-0.025
Si	9.459	9.611	18.848	0.023	-0.003	-0.027
Si	23.171	12.436	19.044	0.036	0.014	-0.037
Si	25.92	15.089	19.184	-0.019	0.006	0.004
Si	12.092	17.72	18.912	0.013	-0.012	-0.009
Si	14.891	4.245	18.965	0.034	-0.018	-0.002
Si	12.176	6.798	19.013	-0.013	-0.002	0.019
Si	14.875	9.687	18.955	0.001	-0.006	-0.009
Si	12.209	12.261	19.017	-0.01	-0.013	0.002
Si	14.907	15.018	18.925	-0.01	-0.015	-0.028
Si	16.313	16.41	20.175	0.016	-0.014	0.04
Si	18.946	19.265	20.221	0.009	0.035	0.027
Si	16.197	5.67	20.39	-0.04	0.059	0.006
Si	19.09	8.352	20.365	-0.02	-0.01	0.043
Si	16.248	11.057	20.317	0	-0.003	0.051
Si	19.048	13.7	20.293	0.002	-0.01	0.046
Si	21.658	16.463	20.468	-0.006	0.038	0.043
Si	24.547	19.039	20.546	-0.007	0.002	0.013
Si	21.899	5.512	20.217	-0.007	-0.044	0.023
Si	24.492	8.237	20.315	-0.007	0.001	0.038
Si	21.775	11	20.284	0.012	0.013	0.047
Si	24.414	13.856	20.553	-0.026	-0.026	0.053
Si	10.641	16.372	20.195	-0.031	0.043	0.057
Si	13.462	19.121	20.183	-0.033	-0.001	0.022
Si	10.699	5.38	20.304	0.018	0.023	-0.007
Si	13.51	8.315	20.288	-0.006	-0.019	0.021
Si	10.72	10.932	20.321	-0.018	0.038	0.059
Si	13.615	13.652	20.358	0.02	0	0.043
Si	17.49	14.911	21.527	0.132	0.194	-0.706
Si	20.456	18.173	21.592	-0.089	-0.233	-0.71
Si	17.26	3.961	21.535	0.325	0.321	-0.589
Si	20.496	6.839	21.49	0.189	0.306	-0.662
Si	17.464	9.551	21.598	0.256	0.119	-0.672
Si	20.636	12.556	21.587	-0.195	-0.094	-0.771
Si	22.698	14.931	21.929	0.296	0.209	-0.666
Si	9.084	17.377	21.704	0.152	0.113	-0.779
Si	22.854	3.906	21.679	0.21	0.108	-0.698
Si	9.576	7.082	21.466	-0.005	-0.211	-0.621
Si	23.299	9.805	21.593	-0.226	-0.268	-0.753
Si	25.499	12.058	21.571	0.107	0.289	-0.821
Si	11.849	14.788	21.34	0.218	0.076	-0.753
Si	15.07	17.97	21.365	-0.187	-0.233	-0.689
Si	12.172	4.119	21.61	-0.171	-0.198	-0.587
Si	15.16	7.408	21.667	-0.208	-0.356	-0.658
Si	11.856	9.357	21.597	0.124	0.169	-0.55
Si	15.268	12.673	21.768	-0.306	-0.27	-0.68
Si	20.148	17.386	25.938	0.123	0.122	-0.105
Si	16.332	15.318	30.75	0.037	-0.041	0.055
Si	13.312	6.193	23.519	-0.122	0.086	0.139
Si	20.113	4.213	25.8	-0.125	-0.006	-0.008
Si	20.37	9.107	25.912	-0.088	0.033	-0.055
Si	11.012	7.957	24.945	0.066	0.015	-0.143
Si	12.241	10.563	24.51	-0.003	-0.102	-0.142
Si	21.802	13.727	27.111	-0.069	0.09	-0.156
Si	17.488	12.067	26.149	-0.092	-0.011	-0.079
Si	10.489	6.194	27.481	0.106	-0.062	-0.056
Si	6.782	18.916	26.883	0.006	-0.021	-0.059
Si	23.947	6.747	29.04	-0.042	0.131	0.102
Si	24.8	5.137	31.442	0.019	0.005	0.041
Si	30.076	8.389	31.341	-0.049	0	0.083
Si	18.905	8.27	31.339	-0.042	-0.064	0.155
Si	14.743	15.288	26.155	-0.107	-0.078	-0.072
Si	16.058	6.041	26.903	-0.246	0.021	0.007
Si	9.482	12.051	24.563	-0.003	0.089	-0.08
Si	14.772	12.267	24.9	0.081	0.163	-0.206
Si	11.452	15.745	24.142	-0.133	-0.025	-0.001
Si	26.451	13.871	29.054	-0.009	0.007	0.032
Si	22.262	8.009	23.856	-0.093	-0.014	-0.196
Si	18.988	5.22	23.366	-0.106	-0.025	0.123
Si	10.984	18.577	23.925	-0.069	-0.068	-0.235
Si	14.551	20.358	25.499	0.045	-0.027	0.014
Si	24.58	12.303	27.048	0.056	0.018	0
Si	13.691	13.788	31.475	0.047	-0.04	0.087
Si	15.508	18.1	30.833	-0.04	-0.007	0.061
Si	22.532	18.524	29.507	-0.053	-0.001	0.004
Si	16.26	13.936	28.128	-0.059	-0.055	0.08
Si	22.548	4.594	27.647	-0.075	0.034	-0.051
Si	17.321	6.27	29.756	-0.115	0.018	0.042
Si	26.737	5.793	27.942	0.161	0.084	0.022
Si	18.492	6.721	25.731	0.072	-0.063	0.004
Si	25.459	18.7	30.644	0.079	0.034	0.141
Si	20.981	16.21	28.588	0.04	0.004	0.095
Si	15.444	17.619	24.18	0.043	0.052	-0.044
Si	28.889	5.667	30.368	-0.05	-0.103	0.265
Si	13.573	20.247	30.159	0.097	-0.009	0.101
Si	29.226	12.746	29.082	-0.021	-0.001	0.094
Si	13.45	5.366	27.644	-0.068	0.044	-0.116
Si	20.525	10.86	30.497	-0.097	0.11	0.142
Si	18.995	11.115	23.848	-0.076	0.015	-0.046
Si	27.372	8.634	27.085	-0.113	0.071	0.033
Si	18.001	19.876	30.923	0.024	-0.055	0.107
Si	20.11	17.807	30.829	-0.02	-0.016	-0.001
Si	24.952	9.657	28.65	-0.011	-0.059	0.018
Si	18.392	16.955	23.659	-0.046	0.029	-0.219
Si	10.719	20.115	30.815	0.088	0.039	0.184
Si	19.882	11.358	27.628	0.032	0.04	0.017
Si	25.423	17.3	26.002	-0.071	-0.058	-0.066
Si	24.31	5.681	23.767	-0.119	-0.052	-0.171
Si	24.509	13.568	31.477	0.004	0.004	0.159
Si	23.37	10.864	30.839	0.126	-0.118	0.071
Si	17.746	14.993	5.472	0.02	0.003	0.004
Si	20.45	1.369	5.489	0.009	0	-0.006
Si	17.712	4.144	5.49	-0.006	-0.005	0.002
Si	20.433	6.831	5.476	-0.011	-0.002	-0.002
Si	17.704	9.554	5.475	-0.022	-0.01	0.005
Si	20.436	12.288	5.491	-0.002	0	0.005
Si	23.142	15.015	5.488	-0.001	-0.003	-0.003
Si	25.882	1.402	5.536	0.01	0.007	0.009
Si	23.168	4.105	5.54	-0.006	0	0.019
Si	25.919	6.866	5.506	-0.006	0.001	0.004
Si	23.177	9.606	5.448	0.002	0.01	-0.002
Si	25.886	12.28	5.427	0.011	0.004	-0.004
Si	12.268	14.937	5.487	0.011	-0.008	0.002
Si	14.99	1.382	5.528	0.017	0.003	0.018
Si	12.275	4.118	5.505	-0.007	0.005	0.007
Si	14.996	6.786	5.484	-0.007	-0.003	0.014
Si	12.269	9.484	5.466	0.001	0.001	0.001
Si	15.01	12.215	5.452	0.012	-0.012	0.014
Si	19.088	16.345	6.851	0.005	-0.008	-0.001
Si	21.793	2.744	6.863	-0.001	0.005	-0.004
Si	19.073	5.495	6.851	-0.017	0.002	-0.007
Si	21.812	8.221	6.8	-0.006	0.009	-0.008
Si	19.077	10.912	6.831	0.001	0.009	-0.006
Si	21.794	13.65	6.848	-0.007	0.001	0.002
Si	24.517	16.35	6.863	0.003	0	-0.001
Si	27.254	2.777	6.858	-0.01	0.005	0.009
Si	24.545	5.496	6.851	0.01	-0.008	-0.003
Si	27.265	8.22	6.857	-0.002	-0.004	0.001
Si	24.538	10.938	6.823	0.004	-0.004	-0.011
Si	27.234	13.625	6.824	-0.007	0.003	-0.001
Si	13.61	16.329	6.845	-0.012	0.018	-0.011
Si	16.371	2.753	6.848	0	-0.009	-0.006
Si	13.632	5.46	6.862	0.007	-0.009	-0.003
Si	16.342	8.188	6.824	-0.007	0.009	0
Si	13.626	10.875	6.809	-0.009	0.004	-0.003
Si	16.368	13.608	6.801	0.003	-0.001	-0.013
Si	17.729	1.397	8.198	0.012	0.017	-0.002
Si	20.432	4.123	8.2	-0.011	-0.015	-0.002
Si	17.714	6.854	8.195	0.009	-0.001	0
Si	20.456	9.566	8.181	-0.003	-0.006	0
Si	17.718	12.274	8.187	0.001	0	0.005
Si	20.443	15.001	8.214	-0.002	0.006	0.001
Si	23.169	1.405	8.218	-0.006	-0.001	-0.002
Si	25.902	4.144	8.216	0.015	0.012	0.002
Si	23.167	6.865	8.182	0.002	-0.007	-0.009
Si	25.888	9.577	8.196	0.002	0.001	-0.003
Si	23.177	12.292	8.188	0.008	0.008	-0.003
Si	25.889	14.987	8.2	-0.007	-0.011	0
Si	12.262	1.367	8.211	-0.004	-0.002	0.012
Si	14.995	4.099	8.203	-0.009	-0.003	-0.005
Si	12.248	6.815	8.193	-0.002	-0.006	0.002
Si	14.98	9.539	8.183	-0.003	-0.012	0
Si	12.275	12.233	8.183	0.006	0.005	-0.003
Si	15.001	14.973	8.168	0.005	0.001	-0.009
Si	16.351	16.35	9.531	0.01	0.011	-0.006
Si	19.074	2.767	9.556	-0.007	-0.009	0.003
Si	16.351	5.482	9.54	-0.006	0	-0.009
Si	19.087	8.214	9.54	-0.01	0.005	0
Si	16.342	10.917	9.53	-0.008	-0.003	-0.006
Si	19.073	13.641	9.552	0.008	0.007	-0.001
Si	21.802	16.368	9.566	-0.006	-0.01	0
Si	24.535	2.777	9.561	0.001	0.007	-0.005
Si	21.804	5.499	9.538	-0.008	0.004	-0.006
Si	24.53	8.218	9.555	-0.003	0.008	0.002
Si	21.815	10.93	9.544	0.002	-0.003	-0.003
Si	24.531	13.641	9.563	-0.004	0.001	0.003
Si	10.876	16.324	9.538	-0.007	0.006	0
Si	13.625	2.74	9.548	0.013	-0.012	0
Si	10.874	5.456	9.537	-0.006	0.002	-0.004
Si	13.609	8.187	9.533	-0.01	0.015	-0.003
Si	10.88	10.883	9.516	-0.01	0.011	-0.003
Si	13.627	13.62	9.522	-0.006	-0.008	-0.007
Si	17.712	15.008	10.902	-0.001	-0.008	0.004
Si	20.436	17.736	10.91	0.005	0.019	-0.001
Si	17.71	4.132	10.901	0.005	-0.005	-0.001
Si	20.448	6.86	10.902	-0.004	-0.005	0.002
Si	17.714	9.572	10.883	0.008	0.001	0
Si	20.452	12.294	10.899	-0.003	0	0.003
Si	23.173	15.011	10.911	0.003	0.005	-0.001
Si	25.903	17.731	10.906	0.004	-0.005	-0.003
Si	23.169	4.149	10.904	-0.006	0	-0.001
Si	25.899	6.868	10.922	0.007	-0.003	0.003
Si	23.177	9.581	10.919	0.001	-0.007	0
Si	25.898	12.289	10.923	0.004	0	-0.004
Si	12.249	14.971	10.875	0.005	0.006	0.005
Si	14.992	17.711	10.893	-0.005	0	0.006
Si	12.239	4.097	10.881	-0.005	-0.003	0.006
Si	14.975	6.836	10.882	0.006	-0.008	0
Si	12.24	9.543	10.878	-0.001	-0.011	0.001
Si	14.98	12.277	10.889	0.005	0.011	0.007
Si	19.068	16.381	12.261	-0.001	0.007	0.002
Si	21.797	2.79	12.251	-0.011	-0.008	-0.003
Si	19.072	5.504	12.245	-0.008	-0.007	0
Si	21.809	8.222	12.269	-0.005	0.003	0.003
Si	19.071	10.942	12.236	-0.009	-0.002	-0.007
Si	21.811	13.658	12.264	0.003	0.004	0.001
Si	24.538	16.376	12.257	-0.007	-0.002	-0.005
Si	27.258	2.767	12.277	-0.009	-0.006	-0.003
Si	24.528	5.509	12.269	0.002	-0.006	0
Si	27.26	8.232	12.287	0.006	0.013	0
Si	24.541	10.939	12.289	-0.004	0	0.002
Si	27.257	13.649	12.284	-0.011	-0.001	0.007
Si	13.603	16.353	12.218	0.011	0.003	-0.003
Si	16.341	2.772	12.249	0.007	0.005	-0.001
Si	13.602	5.472	12.22	-0.002	0.004	-0.007
Si	16.337	8.212	12.222	-0.003	0.002	-0.01
Si	13.593	10.922	12.223	-0.012	-0.002	-0.003
Si	16.332	13.654	12.243	0.001	-0.004	0.003
Si	17.704	17.749	13.615	0.006	0.004	0.007
Si	20.434	4.154	13.604	0.007	-0.005	0
Si	17.694	6.866	13.584	0	0.008	0.003
Si	20.434	9.601	13.597	-0.019	0.005	-0.004
Si	17.703	12.299	13.587	0.005	0.008	0.006
Si	20.447	15.03	13.607	0.005	-0.014	0.002
Si	23.167	17.747	13.588	0.01	0.016	-0.008
Si	25.892	4.14	13.616	0.004	-0.005	0.002
Si	23.178	6.874	13.64	-0.004	-0.003	0.01
Si	25.91	9.594	13.662	0.012	-0.009	0.003
Si	23.183	12.319	13.633	0.008	0.001	0.006
Si	25.895	15.023	13.625	-0.003	0.006	-0.001
Si	12.226	17.705	13.561	-0.001	-0.006	0.008
Si	14.96	4.133	13.588	0.002	-0.005	0.008
Si	12.24	6.834	13.563	-0.003	-0.008	0.008
Si	14.966	9.574	13.563	0.015	-0.005	0.003
Si	12.214	12.264	13.58	0.005	0.007	0.013
Si	14.958	15.018	13.587	-0.004	0.002	0.006
Si	16.304	16.402	14.947	-0.009	0.001	0.003
Si	19.069	2.806	14.964	0.001	0.006	0
Si	16.31	5.524	14.935	0.001	-0.003	-0.003
Si	19.047	8.25	14.926	0.005	0	0.002
Si	16.315	10.943	14.92	-0.002	-0.007	-0.002
Si	19.058	13.676	14.934	-0.01	-0.002	-0.003
Si	21.824	16.394	14.955	-0.002	0.005	0.007
Si	24.509	2.782	14.957	-0.006	-0.007	0.001
Si	21.792	5.509	14.971	-0.005	-0.001	0.006
Si	24.542	8.238	15.012	0	0.001	0.005
Si	21.789	10.97	14.958	-0.01	-0.004	0
Si	24.55	13.681	15.004	-0.005	-0.004	-0.002
Si	10.842	16.332	14.881	0.001	0.01	-0.004
Si	13.572	2.767	14.913	-0.009	0.004	-0.002
Si	10.849	5.472	14.879	-0.002	-0.002	-0.003
Si	13.598	8.217	14.906	-0.003	-0.003	-0.004
Si	10.827	10.901	14.92	-0.006	-0.008	0.006
Si	13.572	13.654	14.911	0.004	0.002	-0.003
Si	33.696	15.18	0.03	0.207	-0.06	0.709
Si	41.817	7.173	33.427	0.119	-0.203	0.822
Si	39.559	9.337	33.444	-0.157	0.153	0.797
Si	42.348	12.112	33.407	-0.196	0.125	0.719
Si	33.813	9.678	0.1	0.187	-0.106	0.744
Si	42.307	17.373	33.424	-0.042	0.183	0.72
Si	39.636	14.846	0.237	-0.203	0.013	0.714
Si	42.305	1.056	0.167	-0.089	0.206	0.709
Si	39.246	4.458	0.043	0.007	-0.184	0.71
Si	47.66	12.007	33.417	-0.074	0.264	0.701
Si	44.657	15.3	33.398	0.08	-0.204	0.711
Si	25.606	12.665	0.191	-0.088	-0.108	0.715
Si	28.238	15.262	0.072	0.209	-0.103	0.725
Si	31.501	1.059	0.106	-0.029	0.164	0.736
Si	28.25	4.296	0.159	0.265	-0.004	0.746
Si	36.418	12.502	33.388	0.132	-0.216	0.752
Si	28.88	9.263	0.055	-0.153	0.053	0.761
Si	36.947	17.385	33.269	-0.292	0.27	0.712
Si	35.338	16.373	1.255	0.011	-0.005	-0.054
Si	38.089	2.806	1.291	-0.015	0.011	-0.06
Si	35.383	5.492	1.262	0.03	-0.035	-0.039
Si	38.151	8.224	1.274	0.012	0.011	-0.038
Si	35.409	10.836	1.362	-0.018	0.007	-0.037
Si	38.023	13.565	1.324	-0.015	-0.015	-0.042
Si	40.807	16.307	1.579	-0.011	0.001	-0.046
Si	27.264	2.774	1.604	0.001	0.021	-0.04
Si	40.785	5.516	1.431	0.027	-0.015	-0.056
Si	27.252	8.153	1.348	-0.016	0.012	-0.036
Si	40.74	10.983	1.401	-0.003	-0.011	-0.077
Si	27.171	13.749	1.505	0.008	0.01	-0.044
Si	29.921	16.263	1.404	-0.012	0.025	-0.032
Si	32.665	2.705	1.333	0.011	-0.006	-0.059
Si	29.925	5.483	1.302	-0.012	0.023	-0.064
Si	32.601	8.152	1.362	-0.036	0.02	-0.046
Si	30.002	10.904	1.279	0.014	0.006	-0.048
Si	32.583	13.562	1.281	0.003	-0.025	-0.03
Si	34.021	1.366	2.718	0.004	0.016	0.024
Si	36.727	4.143	2.69	-0.009	-0.007	0.034
Si	34.014	6.805	2.665	0.012	-0.009	0.001
Si	36.749	9.484	2.712	0.01	-0.018	0.016
Si	34.034	12.271	2.656	-0.01	0.016	0.002
Si	36.678	14.987	2.633	-0.011	0.008	0.018
Si	39.386	1.43	2.729	-0.025	0.015	0.001
Si	42.009	4.091	2.841	-0.002	0.023	0.021
Si	39.454	6.909	2.733	-0.014	0.005	0.031
Si	42.152	9.549	2.625	-0.007	-0.024	-0.003
Si	39.374	12.283	2.782	0.009	0.006	0.028
Si	25.839	15.09	2.843	-0.022	0	0.028
Si	28.674	1.38	2.819	0.012	-0.019	0.021
Si	31.301	4.107	2.654	-0.008	-0.01	0.012
Si	28.596	6.819	2.752	0.014	-0.014	0.02
Si	31.3	9.561	2.736	-0.013	-0.011	0.021
Si	28.609	12.273	2.657	-0.004	-0.029	-0.013
Si	31.259	14.878	2.733	0.022	0.011	0.025
Si	32.648	16.303	4.05	-0.011	-0.005	-0.015
Si	35.377	2.753	4.064	0.016	-0.004	-0.032
Si	32.663	5.451	4.04	-0.01	0.007	-0.008
Si	35.365	8.151	4.061	0.015	0.003	0
Si	32.692	10.913	4.062	-0.008	-0.008	-0.015
Si	35.353	13.64	4.045	0.003	-0.015	-0.002
Si	38.038	16.334	4.037	0.006	-0.011	0
Si	40.697	2.731	4.176	0.001	0.003	0.03
Si	38.081	5.5	4.063	0.001	-0.016	-0.011
Si	40.824	8.231	4.076	0.001	0.006	0.009
Si	38.055	10.875	4.104	0.004	0.01	-0.014
Si	40.774	13.595	4.147	0.009	0.006	-0.004
Si	27.251	16.399	4.172	-0.012	0.001	-0.009
Si	30.01	2.774	4.12	-0.003	-0.003	0.003
Si	27.246	5.479	4.15	0.008	0.008	-0.022
Si	29.943	8.2	4.101	0.005	0.01	-0.007
Si	27.243	10.919	4.032	0.005	-0.001	0.012
Si	29.924	13.576	4.116	-0.006	0.007	0.019
Si	34.04	14.955	16.397	-0.004	-0.009	-0.008
Si	36.791	17.701	16.365	0.007	0.02	-0.003
Si	34.031	4.114	16.382	-0.004	-0.003	-0.009
Si	36.761	6.796	16.373	0.003	-0.004	-0.003
Si	33.995	9.516	16.386	-0.012	-0.022	0.003
Si	36.739	12.246	16.344	0.005	0.004	-0.019
Si	39.493	14.96	16.339	0	0.004	-0.001
Si	25.855	17.745	16.325	-0.014	0.014	-0.006
Si	39.448	4.011	16.358	-0.023	-0.011	-0.006
Si	25.946	6.859	16.331	0.02	0.006	-0.002
Si	39.44	9.483	16.319	-0.017	0.002	-0.019
Si	25.929	12.343	16.381	-0.002	0.007	-0.012
Si	28.589	15.018	16.386	-0.007	-0.005	0.005
Si	31.365	17.731	16.362	0.005	0.001	-0.009
Si	28.601	4.195	16.346	-0.005	-0.013	-0.005
Si	31.374	6.905	16.393	0.036	0.009	-0.01
Si	28.649	9.62	16.434	0.014	0.009	0.008
Si	31.33	12.27	16.395	-0.005	0.003	-0.003
Si	35.445	16.325	17.69	-0.001	-0.013	-0.025
Si	38.107	19.026	17.816	-0.002	0.011	0.038
Si	35.395	5.458	17.742	0	0.002	-0.006
Si	38.117	8.145	17.741	0.002	0.001	0.02
Si	35.37	10.877	17.683	0	0.002	-0.015
Si	38.095	13.634	17.671	-0.014	-0.014	0.008
Si	40.88	16.236	17.758	0.024	-0.018	0.003
Si	27.187	19.151	17.633	-0.003	0.005	0.007
Si	40.856	5.341	17.656	0.027	-0.004	-0.003
Si	27.294	8.206	17.731	-0.001	-0.016	0.01
Si	40.817	10.821	17.642	0.015	0.011	0.016
Si	27.258	13.685	17.822	-0.008	-0.002	0.002
Si	30.003	16.364	17.684	0.003	0.004	0.012
Si	32.678	19.1	17.772	0.004	-0.008	0.013
Si	29.981	5.571	17.692	-0.025	0.001	-0.01
Si	32.694	8.21	17.883	0.011	-0.009	0.031
Si	29.994	10.995	17.855	-0.003	0.001	0.014
Si	32.689	13.583	17.784	0.007	0.008	0.006
Si	34.096	17.673	19.031	0.023	0.002	-0.019
Si	36.678	4.102	19.162	0.002	-0.022	-0.003
Si	34.131	6.804	19.204	-0.003	0.007	-0.03
Si	36.687	9.524	19.053	-0.008	-0.01	-0.006
Si	34.087	12.199	19.133	0	-0.009	-0.015
Si	36.786	14.996	19.097	-0.012	0.017	-0.019
Si	39.536	17.61	19.104	0	-0.001	-0.027
Si	25.834	4.119	19.077	-0.004	-0.022	0.005
Si	39.51	6.684	18.992	0.008	0.007	-0.024
Si	25.864	9.595	18.965	-0.014	0.003	-0.034
Si	39.461	12.238	18.943	0.015	-0.002	-0.033
Si	42.224	14.842	19.166	-0.032	0.027	-0.008
Si	28.644	17.849	18.884	0.029	0.012	-0.031
Si	31.3	4.238	19.072	0.003	0.007	-0.016
Si	28.709	6.913	19.15	0.029	0.037	0
Si	31.335	9.637	19.262	-0.003	-0.003	-0.02
Si	28.642	12.388	19.255	0.037	0.018	0.006
Si	31.277	14.947	19.097	-0.031	-0.008	-0.024
Si	32.714	16.309	20.318	0.012	-0.025	0.03
Si	35.32	19.002	20.529	0.025	0.008	0.048
Si	32.659	5.515	20.524	0.017	0.036	0.03
Si	35.511	8.173	20.594	-0.014	-0.026	0.061
Si	32.802	10.907	20.65	0.004	-0.03	0.045
Si	35.449	13.599	20.434	0.005	0.007	0.06
Si	38.199	16.28	20.503	0.014	-0.026	0.034
Si	40.877	18.937	20.508	0.01	-0.008	0.042
Si	38.146	5.458	20.432	-0.013	-0.026	0.069
Si	40.903	7.973	20.34	0.048	-0.016	0.029
Si	38.079	10.923	20.277	-0.016	0.042	0.028
Si	40.777	13.438	20.464	0.024	0.021	0.032
Si	27.46	16.509	20.323	0	-0.032	0.046
Si	29.851	19.229	20.336	-0.043	0.003	0.033
Si	27.272	5.486	20.336	-0.003	-0.016	0.031
Si	29.937	8.346	20.682	-0.03	-0.026	0.033
Si	27.159	10.947	20.369	0.001	-0.007	0.074
Si	29.996	13.749	20.739	-0.004	0.017	0.045
Si	33.84	14.759	21.689	0.048	0.101	-0.751
Si	37.047	17.892	21.758	-0.277	-0.163	-0.749
Si	33.519	3.687	21.755	0.218	0.183	-0.703
Si	37.308	7.19	21.836	-0.152	-0.069	-0.745
Si	33.989	9.297	22.022	0.13	0.227	-0.705
Si	37.074	12.487	21.739	-0.095	-0.089	-0.757
Si	39.326	14.665	21.855	0.18	0.191	-0.667
Si	26.294	17.908	21.745	-0.208	0.028	-0.582
Si	39.237	3.825	21.706	0.244	0.065	-0.816
Si	26.072	7.039	21.551	-0.157	-0.012	-0.712
Si	39.437	9.411	21.381	-0.003	0.018	-0.505
Si	41.568	11.588	21.745	0.142	0.145	-0.801
Si	29.063	15.69	21.894	-0.085	-0.285	-0.736
Si	31.293	17.787	21.405	-0.013	-0.077	-0.45
Si	28.309	3.994	21.829	0.146	0.044	-0.663
Si	31.624	7.174	21.881	-0.14	-0.04	-0.731
Si	28.098	9.42	21.897	0.353	0.13	-0.704
Si	31.667	12.527	21.945	-0.191	-0.094	-0.677
Si	34.153	15.452	26.081	-0.048	-0.021	-0.034
Si	32.212	16.125	31.725	-0.007	0.012	0.089
Si	29.868	5.68	24.081	-0.131	0.009	-0.17
Si	36.615	19.955	26.128	0.156	0.003	-0.083
Si	37.964	9.016	25.846	0.017	0.093	-0.011
Si	29.784	7.418	26.405	-0.071	0.014	-0.051
Si	28.122	10.651	24.884	-0.074	-0.057	-0.13
Si	37.322	14.559	27.699	-0.114	-0.016	-0.057
Si	33.274	12.694	28.792	0.076	-0.059	0.076
Si	25.252	20.33	26.218	-0.046	0.025	-0.047
Si	26.856	16.946	28.548	-0.084	-0.048	0.135
Si	39.978	5.661	27.003	-0.027	-0.113	0.034
Si	40.96	19.317	31.489	-0.097	-0.032	0.063
Si	45.882	9.395	30.656	-0.088	0.048	0.035
Si	34.958	6.3	29.319	0.075	-0.064	0.053
Si	30.861	13.778	26.985	0.047	0.005	-0.102
Si	31.341	10.461	29.296	0.021	0.098	0.046
Si	26.797	15.871	23.97	0.111	0.044	-0.329
Si	31.025	11.586	24.915	-0.016	0.003	-0.129
Si	26.13	12.873	24.54	0.001	-0.017	-0.027
Si	42.018	14.853	28.803	-0.101	-0.038	-0.042
Si	40.562	8.544	27.202	-0.117	-0.036	-0.087
Si	36.712	6.344	24.843	0.09	0.001	-0.05
Si	22.682	15.942	24.993	-0.11	-0.058	-0.086
Si	32	4.504	25.938	0.085	0.072	0.009
Si	39.883	12.95	28.523	0.086	-0.124	0.071
Si	30.062	13.9	31.697	-0.062	-0.064	0.096
Si	31.935	17.859	29.326	0.031	0.033	0.071
Si	37.855	17.577	27.623	-0.079	-0.036	0.026
Si	31.647	16.751	26.696	0.015	0.024	-0.052
Si	37.47	5.026	28.527	0.135	-0.011	0.04
Si	38.678	10.268	28.37	-0.06	-0.027	0.095
Si	43.144	5.248	31.56	0.078	0.001	0.052
Si	32.185	9.275	26.418	0.012	0.061	0.019
Si	39.758	19.508	28.693	-0.11	0.114	0.006
Si	34.877	15.13	29.163	0.003	-0.06	0.047
Si	34.038	19.349	24.443	0.062	0.103	-0.222
Si	46.837	6.702	30.621	0.022	0.001	0.039
Si	30.262	4.741	28.079	0.054	0.045	0.038
Si	44.95	13.815	28.487	0.051	0.026	-0.044
Si	34.027	6.881	26.311	-0.053	0.025	0.015
Si	35.3	8.29	31.492	0.051	0.009	0.172
Si	35.935	10.706	24.134	-0.014	-0.091	-0.135
Si	43.481	9.046	26.435	0.025	-0.045	0.054
Si	33.928	19.95	30.508	-0.007	0.02	0.146
Si	35.963	17.733	30.218	0.158	-0.15	0.148
Si	45.237	10.859	28.281	-0.049	0.052	0.061
Si	35.2	16.689	23.781	0.14	-0.012	-0.112
Si	29.518	18.333	27.699	0.119	-0.045	-0.009
Si	35.137	12.769	26.382	0.043	0.087	0.014
Si	42.211	16.882	26.594	0.06	0.014	-0.024
Si	40.872	5.087	24.07	0.121	0.095	-0.05
Si	40.758	13.717	31.201	0.075	-0.021	0.029
Si	37.584	10.511	31.296	0.011	0.018	0.164
Si	34.007	14.976	5.438	-0.002	0.007	-0.001
Si	36.711	1.376	5.433	0.002	0.005	-0.005
Si	34.012	4.1	5.43	0.004	-0.004	-0.003
Si	36.718	6.817	5.446	0.006	-0.003	0.005
Si	34.031	9.54	5.426	0.004	0.012	0.003
Si	36.702	12.267	5.427	-0.008	0.004	-0.001
Si	39.41	14.994	5.441	-0.007	0.013	0.004
Si	42.137	1.371	5.46	0.001	-0.003	0.001
Si	39.38	4.129	5.486	-0.022	0.001	0.015
Si	42.145	6.832	5.438	-0.004	-0.008	0.005
Si	39.448	9.548	5.455	0.003	-0.007	0.007
Si	42.158	12.211	5.439	0.006	-0.006	0.003
Si	28.594	14.977	5.474	-0.004	-0.004	0.008
Si	31.342	1.373	5.449	0.012	-0.003	0.003
Si	28.621	4.115	5.48	-0.005	-0.008	0.003
Si	31.323	6.827	5.429	0.006	-0.015	-0.006
Si	28.583	9.566	5.444	-0.012	0.005	-0.005
Si	31.322	12.246	5.452	0.001	-0.011	0.002
Si	35.364	16.337	6.806	-0.002	-0.005	-0.005
Si	38.052	2.731	6.825	0.003	0.014	0.003
Si	35.367	5.453	6.807	0.007	0	0.002
Si	38.088	8.174	6.805	0	0.006	-0.001
Si	35.37	10.903	6.807	0.005	-0.002	0.001
Si	38.069	13.615	6.801	0	0	-0.004
Si	40.785	16.325	6.815	0.004	0	0.001
Si	43.513	2.739	6.79	0	0.002	-0.001
Si	40.79	5.467	6.809	-0.002	0.003	-0.004
Si	43.512	8.17	6.8	-0.001	0.001	0.002
Si	40.805	10.881	6.828	0.004	-0.005	-0.002
Si	43.512	13.582	6.8	0	0.003	-0.002
Si	29.965	16.351	6.817	-0.005	0.009	-0.007
Si	32.685	2.736	6.819	-0.004	-0.008	-0.005
Si	29.978	5.481	6.827	-0.005	-0.002	0
Si	32.675	8.185	6.8	0.003	0	0.004
Si	29.956	10.905	6.815	0.005	-0.012	0.004
Si	32.663	13.622	6.816	0	0.005	0.002
Si	34.029	1.377	8.19	0.008	0.008	0.006
Si	36.71	4.093	8.189	-0.013	-0.023	0.003
Si	34.027	6.825	8.173	0.007	-0.006	-0.007
Si	36.737	9.543	8.168	0.007	0.006	-0.005
Si	34.02	12.261	8.179	-0.006	-0.005	-0.003
Si	36.722	14.974	8.173	0.001	0.004	-0.006
Si	39.437	1.374	8.173	0.004	0.005	-0.009
Si	42.153	4.09	8.156	0.003	0.014	-0.005
Si	39.438	6.816	8.179	-0.005	-0.007	-0.004
Si	42.159	9.512	8.181	-0.011	-0.002	0.001
Si	39.439	12.253	8.167	0.016	0.004	-0.006
Si	42.151	14.946	8.159	-0.011	-0.006	-0.003
Si	28.616	1.396	8.193	-0.007	-0.008	-0.004
Si	31.327	4.105	8.182	0.003	-0.001	-0.01
Si	28.626	6.845	8.198	0.007	0.013	0.001
Si	31.317	9.543	8.173	-0.012	0.001	-0.005
Si	28.606	12.276	8.181	-0.007	0.005	-0.01
Si	31.319	14.994	8.185	0.001	0	-0.006
Si	32.673	16.346	9.56	-0.001	0.006	0
Si	35.375	2.732	9.562	0.003	0.003	0.01
Si	32.681	5.465	9.546	-0.001	-0.001	0.003
Si	35.387	8.18	9.537	0.003	0.002	0.002
Si	32.667	10.905	9.543	0	0.002	0
Si	35.377	13.616	9.549	-0.002	-0.001	0
Si	38.09	16.325	9.536	0.003	0.004	0
Si	40.807	2.723	9.527	0.001	-0.002	0.004
Si	38.089	5.447	9.538	0.011	0.004	-0.004
Si	40.802	8.156	9.548	0.001	-0.005	0.005
Si	38.093	10.89	9.543	0.002	-0.004	-0.002
Si	40.804	13.593	9.535	-0.006	0.002	0.007
Si	27.255	16.357	9.55	-0.003	0.001	0.002
Si	29.972	2.758	9.561	0	0.003	0
Si	27.263	5.5	9.571	-0.006	-0.005	0.001
Si	29.976	8.2	9.562	0.003	-0.015	0.005
Si	27.25	10.931	9.553	0	-0.008	0.003
Si	29.96	13.64	9.547	-0.002	0.002	0.001
Si	34.029	14.98	10.922	-0.001	0.002	0.005
Si	36.746	17.688	10.908	0.001	0.001	-0.004
Si	34.025	4.1	10.921	0.004	-0.008	-0.002
Si	36.742	6.814	10.904	0.004	-0.008	-0.005
Si	34.029	9.542	10.901	-0.005	0.002	-0.009
Si	36.738	12.252	10.911	0.004	0.005	0
Si	39.449	14.956	10.895	0.005	0.002	-0.003
Si	42.172	17.665	10.873	0.001	-0.006	-0.005
Si	39.452	4.081	10.894	-0.009	0	-0.001
Si	42.168	6.782	10.893	-0.001	0.002	0.002
Si	39.448	9.52	10.909	0.003	0.002	0
Si	42.169	12.226	10.891	-0.006	0	-0.003
Si	28.614	15.005	10.921	-0.003	-0.001	-0.003
Si	31.325	17.716	10.93	0.002	0	0.001
Si	28.62	4.131	10.925	-0.005	0.007	0.002
Si	31.334	6.832	10.913	0.006	-0.001	-0.005
Si	28.611	9.573	10.91	-0.006	0.007	-0.007
Si	31.319	12.279	10.906	-0.008	0	-0.006
Si	35.398	16.335	12.28	0.012	0.013	0
Si	38.105	2.725	12.268	0.012	-0.005	0.003
Si	35.392	5.456	12.273	0.002	0.001	0.003
Si	38.1	8.156	12.284	-0.002	0	0.006
Si	35.38	10.892	12.273	-0.008	-0.011	-0.003
Si	38.101	13.604	12.276	0.007	0.002	0.007
Si	40.825	16.302	12.243	-0.005	0.002	-0.002
Si	43.532	2.688	12.245	-0.005	-0.01	0.001
Si	40.82	5.416	12.265	0.002	-0.002	0.003
Si	43.532	8.138	12.247	0.003	0	0.005
Si	40.82	10.866	12.266	0.005	0.003	0.004
Si	43.537	13.578	12.248	0	0.005	0.005
Si	29.968	16.361	12.297	-0.003	0.001	0.003
Si	32.679	2.752	12.305	-0.001	0.009	0.007
Si	29.98	5.493	12.288	0.01	0.003	0.005
Si	32.685	8.189	12.28	-0.002	-0.008	0
Si	29.964	10.932	12.274	-0.004	-0.005	-0.004
Si	32.667	13.627	12.289	-0.005	-0.011	0.006
Si	34.055	17.702	13.651	0.01	-0.011	-0.007
Si	36.747	4.089	13.634	-0.004	0.001	-0.001
Si	34.043	6.821	13.638	0.009	-0.003	-0.003
Si	36.727	9.521	13.637	-0.006	0.012	-0.001
Si	34.023	12.251	13.643	0.004	0.005	-0.003
Si	36.752	14.972	13.647	-0.006	0	0.008
Si	39.476	17.667	13.602	0.005	-0.002	-0.007
Si	42.172	4.033	13.623	-0.001	-0.004	0.006
Si	39.468	6.775	13.633	0.004	-0.004	0.004
Si	42.177	9.49	13.622	-0.002	0.001	0.001
Si	39.466	12.231	13.627	-0.003	-0.002	-0.002
Si	42.18	14.938	13.612	-0.012	0.006	0.003
Si	28.613	17.735	13.657	-0.004	0.007	0.005
Si	31.324	4.131	13.663	-0.001	0.003	0.007
Si	28.644	6.891	13.641	-0.009	-0.009	-0.001
Si	31.324	9.568	13.624	-0.003	0.007	-0.005
Si	28.619	12.293	13.651	0.012	-0.006	-0.001
Si	31.322	14.997	13.666	-0.006	0.004	0.001
Si	32.709	16.344	15.019	0.003	0.009	0.002
Si	35.403	2.745	15.023	0	-0.005	0.01
Si	32.688	5.494	15.023	-0.007	-0.001	0.003
Si	35.382	8.164	15.025	-0.007	0.007	0.013
Si	32.663	10.897	15.015	-0.007	-0.009	-0.002
Si	35.38	13.61	14.997	-0.012	-0.014	0.006
Si	38.135	16.335	14.989	0.011	0.01	0.002
Si	40.825	2.661	15.002	-0.002	-0.009	0.013
Si	38.111	5.421	15.008	0.013	0.004	0.007
Si	40.837	8.117	14.997	0.01	-0.001	0.008
Si	38.095	10.876	14.981	0.001	-0.004	0.001
Si	40.839	13.576	14.988	0.001	-0.004	0.005
Si	27.24	16.373	15.002	-0.013	-0.007	0.004
Si	29.968	2.777	15.03	-0.004	0.004	0.009
Si	27.269	5.516	14.943	0	0.002	-0.004
Si	29.993	8.256	15.038	0.005	-0.001	0.008
Si	27.277	10.951	15.038	-0.006	0.005	0.009
Si	29.962	13.642	15.039	0.004	0.005	0.005
Si	55.33	20.623	33.403	0.217	-0.052	0.704
Si	58.134	7.046	33.416	0.207	-0.176	0.763
Si	55.847	9.213	33.391	-0.136	0.266	0.742
Si	58.587	12.063	33.289	-0.186	0.116	0.756
Si	50.042	9.71	0.026	0.159	-0.107	0.72
Si	58.612	17.415	33.343	-0.126	0.088	0.738
Si	55.824	14.792	0.242	-0.032	0.159	0.741
Si	58.742	1.259	0.111	-0.214	0.002	0.667
Si	60.854	9.871	33.318	0.088	-0.219	0.745
Si	64.06	12.001	33.366	-0.107	0.184	0.686
Si	60.834	15.169	33.227	0.186	-0.152	0.684
Si	41.792	12.621	0.114	0.21	-0.116	0.799
Si	44.648	15.274	0.14	0.088	-0.181	0.683
Si	47.824	1.123	0.032	-0.12	0.084	0.707
Si	44.394	4.232	0.172	0.179	0.031	0.587
Si	47.269	7.054	0.017	0.123	-0.224	0.758
Si	50.463	14.829	33.337	-0.33	0.149	0.72
Si	53.227	17.464	33.413	-0.176	0.136	0.76
Si	51.641	16.281	1.229	-0.018	0.026	-0.04
Si	54.389	2.781	1.211	0.011	0.014	-0.042
Si	51.637	5.441	1.151	0.038	-0.011	-0.058
Si	54.38	8.161	1.188	-0.01	0.001	-0.044
Si	51.678	10.858	1.263	-0.006	0	-0.035
Si	54.327	13.471	1.389	-0.019	-0.01	-0.041
Si	57.106	16.393	1.342	0.014	0.013	-0.027
Si	43.309	2.716	1.517	0.008	-0.029	-0.02
Si	57.104	5.459	1.254	0.013	0.001	-0.026
Si	43.482	8.211	1.185	0.024	-0.007	-0.05
Si	57.047	10.88	1.12	-0.011	0.015	-0.07
Si	43.487	13.651	1.37	-0.026	0.009	-0.069
Si	46.245	16.37	1.408	0.015	0.004	-0.039
Si	48.958	2.684	1.345	0.015	0.001	-0.077
Si	46.128	5.415	1.272	0.006	0.016	-0.04
Si	48.875	8.155	1.327	-0.006	0.026	-0.057
Si	46.236	10.91	1.257	0.011	-0.004	-0.062
Si	48.914	13.608	1.336	-0.002	0.01	-0.053
Si	50.327	1.316	2.682	0.008	-0.007	0.041
Si	53.003	4.113	2.594	-0.009	-0.001	0.034
Si	50.291	6.768	2.584	0.025	-0.001	0.001
Si	53.008	9.464	2.612	0.001	-0.013	0.012
Si	50.343	12.258	2.644	-0.007	0.004	0.013
Si	52.972	14.926	2.633	-0.019	0.014	0.008
Si	55.713	1.425	2.634	-0.019	0.016	0.008
Si	58.396	4.085	2.69	-0.003	0.014	0.013
Si	55.762	6.851	2.594	-0.006	-0.001	0.019
Si	58.461	9.544	2.488	-0.034	-0.032	0.009
Si	55.745	12.142	2.67	0.036	-0.008	0.037
Si	42.186	14.945	2.859	0.011	-0.023	0.04
Si	44.858	1.416	2.749	-0.026	-0.024	0.011
Si	47.55	4.084	2.625	-0.009	-0.014	-0.004
Si	44.806	6.83	2.644	-0.011	0.014	0.004
Si	47.545	9.539	2.687	-0.02	-0.003	0.029
Si	44.865	12.241	2.647	0.008	0.008	-0.001
Si	47.545	14.926	2.728	0.016	0.014	0.014
Si	48.946	16.294	4.045	0.007	0.01	-0.004
Si	51.683	2.722	3.999	0.007	-0.008	-0.015
Si	48.937	5.428	3.979	-0.008	-0.012	0.001
Si	51.645	8.118	3.977	0.009	0.006	0.002
Si	48.957	10.889	4.004	-0.003	0.005	-0.002
Si	51.652	13.6	4.047	0.005	-0.013	0.007
Si	54.361	16.32	3.959	0.001	0.002	0.004
Si	57.061	2.727	4.047	0	0.002	0.016
Si	54.383	5.468	3.956	-0.007	-0.016	-0.021
Si	57.126	8.201	3.941	-0.001	0.014	0.007
Si	54.369	10.804	4.011	-0.001	0.009	0.002
Si	57.092	13.567	3.995	-0.014	0.014	-0.01
Si	43.547	16.344	4.137	-0.003	0.004	-0.005
Si	46.234	2.76	4.069	-0.001	0.003	0.018
Si	43.478	5.47	4.063	0.01	0.02	-0.014
Si	46.189	8.159	4.033	-0.002	-0.01	-0.014
Si	43.512	10.878	4.019	0.001	0.005	-0.003
Si	46.198	13.572	4.07	-0.005	0.015	0.007
Si	50.323	14.891	16.265	-0.009	-0.002	-0.017
Si	53.043	17.637	16.254	-0.006	0.008	0.001
Si	50.266	4.009	16.238	-0.007	0	-0.016
Si	53.023	6.766	16.292	0.007	0.003	0.007
Si	50.281	9.45	16.321	-0.017	-0.024	-0.003
Si	53.066	12.21	16.302	0.003	0.028	-0.002
Si	55.743	14.914	16.287	-0.019	0.001	0.002
Si	42.203	17.626	16.377	-0.014	0.004	0.008
Si	55.746	4.043	16.307	-0.007	0.001	-0.01
Si	42.221	6.728	16.334	-0.006	0.017	-0.012
Si	55.759	9.504	16.306	-0.001	0.015	0.004
Si	42.206	12.197	16.34	-0.001	-0.005	0.003
Si	44.888	14.879	16.338	-0.013	-0.001	0.003
Si	47.627	17.638	16.312	0.007	-0.003	-0.004
Si	44.902	4.043	16.356	-0.014	-0.008	0.004
Si	47.595	6.772	16.335	0.003	-0.005	0.005
Si	44.913	9.448	16.329	-0.002	-0.006	-0.007
Si	47.584	12.165	16.371	-0.007	-0.016	0.014
Si	51.676	16.272	17.584	-0.006	-0.004	-0.012
Si	54.391	18.976	17.643	0	-0.014	0.019
Si	51.598	5.376	17.557	-0.014	0.012	-0.018
Si	54.398	8.135	17.645	-0.005	-0.011	0.013
Si	51.674	10.83	17.597	-0.001	-0.004	-0.032
Si	54.437	13.554	17.695	0.003	-0.025	0.018
Si	57.089	16.257	17.659	0.009	0.006	0.004
Si	43.557	19.001	17.737	0.008	0.009	0.008
Si	57.117	5.394	17.671	0.008	-0.022	-0.011
Si	43.609	8.054	17.701	0.007	-0.017	0.011
Si	57.126	10.865	17.673	-0.002	0.004	-0.013
Si	43.562	13.515	17.754	-0.007	-0.018	-0.007
Si	46.289	16.234	17.638	0.019	0	-0.007
Si	48.966	19.007	17.696	0	0.006	0.016
Si	46.26	5.411	17.719	0.004	0.014	-0.013
Si	48.923	8.112	17.748	0.009	0.018	0.015
Si	46.225	10.773	17.758	0.007	0.018	-0.005
Si	48.992	13.54	17.667	0.009	0.009	0.006
Si	50.326	17.571	18.986	0.009	-0.03	-0.036
Si	52.904	3.989	18.877	-0.029	-0.012	-0.033
Si	50.308	6.683	19.014	0.008	-0.039	-0.022
Si	53.015	9.506	18.965	-0.013	0.016	-0.017
Si	50.356	12.151	18.996	0.002	-0.017	-0.011
Si	53.036	14.961	18.956	-0.011	0.025	-0.022
Si	55.775	17.632	19.027	0.01	0.003	-0.004
Si	42.167	4.029	19.112	-0.023	0.013	-0.013
Si	55.754	6.757	18.988	-0.004	0.019	-0.014
Si	42.16	9.386	18.944	-0.036	0	-0.032
Si	55.822	12.206	19.098	0.022	0.03	-0.015
Si	58.377	14.912	19.099	-0.042	-0.012	-0.011
Si	44.98	17.601	18.998	0.005	-0.023	-0.022
Si	47.635	4.086	19.083	0.001	0.014	-0.02
Si	44.945	6.724	19.175	-0.006	0.02	-0.004
Si	47.564	9.443	19.191	-0.023	-0.021	-0.016
Si	44.853	12.097	19.148	-0.004	-0.023	-0.024
Si	47.63	14.886	19.028	-0.04	0.004	-0.011
Si	48.975	16.261	20.4	0.016	0.011	0.047
Si	51.681	18.911	20.332	0.013	0.01	0.04
Si	49.007	5.395	20.523	-0.001	0.003	0.051
Si	51.7	8.068	20.269	-0.016	-0.005	0.049
Si	49.036	10.822	20.437	0.022	-0.014	0.038
Si	51.726	13.556	20.277	0.019	0.01	0.039
Si	54.382	16.289	20.352	-0.006	-0.013	0.063
Si	57.064	19.008	20.462	-0.001	-0.022	0.021
Si	54.239	5.375	20.138	-0.002	0.006	0.01
Si	57.095	8.133	20.386	0.024	-0.023	0.035
Si	54.389	10.827	20.342	0.001	0.022	0.045
Si	57.105	13.556	20.612	0.001	-0.013	0.045
Si	43.706	16.229	20.403	0.004	-0.021	0.036
Si	46.302	18.974	20.374	0.012	-0.007	0.045
Si	43.524	5.369	20.504	0.009	0.006	0.055
Si	46.251	8.058	20.672	0.012	0.016	0.049
Si	43.356	10.711	20.416	0.01	0.036	0.034
Si	46.382	13.413	20.389	0.048	-0.017	0.047
Si	50.21	14.689	21.622	0.084	0.174	-0.701
Si	53.272	17.848	21.711	-0.195	-0.169	-0.74
Si	50.185	3.717	21.704	0.072	0.266	-0.68
Si	53.223	6.896	21.589	-0.193	-0.115	-0.692
Si	50.217	9.204	21.632	0.123	0.178	-0.748
Si	53.311	12.479	21.612	-0.068	-0.15	-0.78
Si	55.437	14.783	21.8	0.314	0.113	-0.714
Si	42.53	17.737	21.736	-0.217	-0.118	-0.729
Si	55.315	3.868	21.482	0.214	-0.08	-0.624
Si	42.379	6.903	21.914	-0.147	-0.145	-0.686
Si	55.43	9.185	21.656	0.193	0.153	-0.676
Si	58.872	12.481	21.838	-0.443	-0.327	-0.679
Si	45.008	14.715	21.686	0.099	0.28	-0.663
Si	47.893	17.896	21.722	-0.108	-0.196	-0.745
Si	44.68	3.707	21.686	0.078	0.148	-0.709
Si	47.977	6.98	21.99	-0.357	-0.268	-0.68
Si	44.5	9.219	21.787	0.133	-0.021	-0.635
Si	48.01	12.412	21.816	-0.238	-0.206	-0.685
Si	53.155	14.56	26.293	0.018	0.03	-0.002
Si	49.27	15.449	30.496	-0.034	-0.062	0.109
Si	45.442	4.027	24.612	-0.095	0.029	-0.011
Si	52.747	20.242	26.303	-0.028	-0.004	0.001
Si	54.974	9.771	24.487	0.028	0.019	-0.082
Si	44.219	5.994	26.478	-0.07	-0.056	-0.069
Si	44.752	10.867	24.429	-0.048	0.023	-0.143
Si	54.264	11.59	26.637	-0.001	0.018	-0.008
Si	52.173	9.278	27.458	0.03	0.04	-0.109
Si	42.797	19.784	25.733	0.041	0.004	0.022
Si	45.247	16.247	26.654	-0.056	-0.071	0.081
Si	54.37	7.377	28.558	0.087	0.189	-0.099
Si	56.941	19.05	31.156	-0.088	-0.043	0.121
Si	62.316	7.987	31.428	-0.028	0.089	0.062
Si	49.818	6.514	29.507	-0.107	-0.051	0.166
Si	48.694	14.248	25.459	-0.003	-0.055	-0.023
Si	48.057	10.254	28.935	-0.035	-0.083	0.043
Si	43.144	13.217	23.558	-0.006	0.045	0.049
Si	47.491	11.733	24.909	0.103	0.068	-0.113
Si	46.852	16.031	23.936	-0.039	-0.079	-0.155
Si	58.124	15.561	28.951	-0.027	-0.072	-0.073
Si	56.127	7.202	26.019	0.001	0.093	-0.142
Si	51.545	5.458	23.871	-0.003	-0.1	-0.198
Si	41.418	15.746	23.973	-0.064	-0.096	-0.221
Si	47.993	19.82	26.034	-0.025	0.054	0.069
Si	56.467	11.807	28.942	0.037	0.005	0.006
Si	46.551	13.885	31.211	-0.055	0.042	0.213
Si	47.902	18.039	30.661	0.012	0.004	0.141
Si	55.473	18.793	26.034	0.045	-0.095	-0.065
Si	50.702	11.438	28.785	0.04	0.031	-0.111
Si	53.715	20.931	29.127	-0.032	-0.131	-0.042
Si	55.233	9.738	30.352	-0.09	-0.017	0.235
Si	58.836	20.712	29.33	-0.006	-0.117	0.041
Si	49.542	8.104	27.037	0.032	0.078	0.018
Si	55.075	18.442	28.926	0.011	0.015	0.075
Si	50.429	15.433	27.716	0.02	-0.005	-0.083
Si	50.546	17.944	26.165	-0.004	0.003	-0.021
Si	60.071	5.783	31.529	-0.066	0.09	0.039
Si	44.902	5.055	29.169	0.092	-0.051	0.104
Si	63.097	13.222	28.185	0.025	0.025	0.119
Si	48.765	6.333	24.824	-0.118	-0.126	-0.165
Si	51.386	8.296	31.519	0.003	-0.057	0.102
Si	52.137	10.529	23.752	0.031	-0.026	-0.243
Si	58.699	6.176	26.985	-0.048	0.009	0.007
Si	50.169	19.964	30.671	-0.03	-0.011	0.057
Si	52.642	18.698	30.522	0.133	-0.101	0.007
Si	58.095	13.246	27.209	-0.014	0.031	0.023
Si	51.859	16.133	23.954	0.096	0.109	-0.098
Si	46.149	18.819	28.323	0.187	0.041	-0.106
Si	50.233	11.889	25.746	-0.193	0.065	-0.01
Si	56.133	15.285	26.806	-0.057	0.021	-0.075
Si	56.84	5.376	23.654	0.116	0.062	-0.04
Si	57.038	13.813	31.128	0.058	-0.087	0.068
Si	52.685	11.13	30.784	-0.05	0.069	0.018
Si	50.296	14.944	5.416	-0.011	0.014	0.007
Si	53.029	1.354	5.365	-0.009	-0.003	-0.005
Si	50.298	4.067	5.356	0.005	0.005	0.002
Si	53.02	6.786	5.353	0.003	-0.004	0.005
Si	50.305	9.5	5.351	0.003	0.004	0.007
Si	53.03	12.211	5.361	0	0.001	0.011
Si	55.724	14.948	5.334	-0.006	0.003	0.006
Si	58.448	1.338	5.356	-0.006	-0.015	0.002
Si	55.709	4.105	5.371	-0.01	0.006	0.003
Si	58.45	6.828	5.341	-0.005	0.007	0.007
Si	55.751	9.487	5.367	-0.004	-0.009	0.007
Si	58.463	12.212	5.339	0.002	-0.003	-0.003
Si	44.883	14.947	5.46	-0.006	0	0.015
Si	47.594	1.358	5.398	-0.008	-0.023	0.004
Si	44.861	4.112	5.416	-0.005	0	0.007
Si	47.583	6.792	5.364	0	0	-0.003
Si	44.855	9.52	5.409	-0.013	-0.008	0.005
Si	47.596	12.223	5.399	0.005	-0.007	0.001
Si	51.672	16.315	6.745	0	-0.002	0.002
Si	54.378	2.717	6.738	0.007	0.001	-0.003
Si	51.665	5.423	6.723	0.006	-0.001	-0.002
Si	54.387	8.13	6.73	0.008	-0.001	0.001
Si	51.668	10.853	6.726	0.001	-0.002	-0.003
Si	54.382	13.583	6.72	0	-0.001	0.001
Si	57.086	16.298	6.717	0.006	-0.003	-0.002
Si	59.79	2.713	6.729	0.009	-0.009	-0.005
Si	57.092	5.457	6.717	-0.009	-0.001	0
Si	59.806	8.172	6.713	0.007	-0.007	-0.008
Si	57.102	10.862	6.722	-0.004	-0.001	0
Si	59.807	13.571	6.723	0.009	-0.005	0.001
Si	46.253	16.315	6.785	0.003	0	0
Si	48.958	2.712	6.753	-0.002	-0.003	-0.001
Si	46.24	5.447	6.768	0	0.002	-0.005
Si	48.949	8.147	6.732	-0.002	0.003	-0.001
Si	46.234	10.866	6.765	0.006	0.002	0
Si	48.944	13.581	6.774	0	0.007	0.003
Si	50.314	1.347	8.118	0	-0.004	-0.003
Si	53.017	4.067	8.106	-0.013	-0.012	0.001
Si	50.312	6.783	8.097	0.005	-0.008	-0.006
Si	53.03	9.496	8.093	0.005	0.003	-0.006
Si	50.315	12.208	8.109	-0.005	-0.005	-0.006
Si	53.028	14.939	8.098	-0.004	0.004	-0.004
Si	55.742	1.348	8.092	-0.002	0.004	-0.002
Si	58.436	4.079	8.09	-0.003	0.004	-0.006
Si	55.738	6.784	8.111	-0.007	-0.002	0.001
Si	58.448	9.506	8.102	0.002	0.009	-0.001
Si	55.741	12.221	8.089	0.008	0.016	0
Si	58.442	14.934	8.087	-0.006	0.006	0
Si	44.876	1.354	8.134	0	-0.007	-0.008
Si	47.595	4.067	8.121	-0.002	0.001	-0.004
Si	44.881	6.797	8.142	0.001	0.005	0
Si	47.596	9.498	8.116	-0.008	-0.002	0.001
Si	44.884	12.222	8.148	-0.008	0.001	-0.008
Si	47.6	14.945	8.144	-0.001	0.005	0.001
Si	48.964	16.302	9.494	0.002	-0.005	0.002
Si	51.671	2.704	9.48	0.001	0.003	0.001
Si	48.96	5.424	9.475	0.004	0.001	0.003
Si	51.678	8.135	9.466	0.006	0.011	-0.006
Si	48.959	10.853	9.48	0.008	0.005	-0.001
Si	51.676	13.571	9.468	-0.004	0.001	0.001
Si	54.389	16.301	9.459	-0.001	-0.003	-0.002
Si	57.094	2.709	9.466	0.007	-0.005	0.001
Si	54.385	5.418	9.476	0.009	0	-0.002
Si	57.097	8.142	9.477	-0.005	-0.008	-0.001
Si	54.387	10.854	9.462	-0.007	-0.004	-0.004
Si	57.095	13.574	9.462	0	-0.011	0
Si	43.526	16.307	9.504	-0.002	0.003	-0.001
Si	46.24	2.704	9.496	-0.004	-0.005	0.005
Si	43.523	5.435	9.512	-0.002	-0.009	-0.002
Si	46.244	8.147	9.498	-0.001	-0.003	0.004
Si	43.529	10.87	9.524	0.005	-0.003	0.002
Si	46.243	13.582	9.507	0.007	0.011	0.001
Si	50.317	14.921	10.842	-0.001	0.01	0.002
Si	53.036	17.657	10.831	-0.005	0	-0.001
Si	50.31	4.058	10.844	0.001	-0.007	-0.002
Si	53.034	6.78	10.844	-0.004	-0.008	0.003
Si	50.319	9.488	10.836	-0.004	-0.007	-0.001
Si	53.031	12.208	10.835	0.006	0.008	0
Si	55.743	14.937	10.827	0	0.009	-0.004
Si	58.44	17.668	10.849	-0.007	-0.006	0.005
Si	55.746	4.061	10.847	-0.014	-0.011	0.004
Si	58.45	6.781	10.853	0.001	0.006	0
Si	55.738	9.496	10.843	0.001	0.012	0.001
Si	58.443	12.216	10.842	0	0.012	-0.002
Si	44.882	14.94	10.87	-0.01	-0.004	-0.001
Si	47.596	17.654	10.859	0.005	-0.005	0.002
Si	44.875	4.055	10.863	-0.007	0.013	-0.001
Si	47.603	6.775	10.848	-0.001	-0.002	-0.001
Si	44.886	9.496	10.872	-0.003	0.004	0.001
Si	47.607	12.212	10.856	-0.005	-0.007	0.003
Si	51.681	16.284	12.186	0.006	-0.006	-0.003
Si	54.392	2.692	12.205	0.004	-0.005	0.002
Si	51.672	5.415	12.202	-0.001	0	0.002
Si	54.394	8.131	12.223	0.002	0.007	-0.003
Si	51.673	10.845	12.205	-0.005	-0.007	-0.003
Si	54.4	13.564	12.192	-0.001	0.005	-0.001
Si	57.092	16.294	12.202	-0.005	-0.001	0.001
Si	59.795	2.7	12.233	0.001	-0.001	-0.001
Si	57.106	5.415	12.228	0.005	0.002	0
Si	59.808	8.132	12.232	0.012	0.004	0
Si	57.102	10.846	12.211	-0.004	-0.002	0.001
Si	59.792	13.567	12.224	-0.01	-0.005	0
Si	46.246	16.288	12.235	0.002	0.003	-0.001
Si	48.955	2.696	12.214	0.003	0.009	0.005
Si	46.24	5.413	12.208	-0.001	-0.01	-0.003
Si	48.964	8.131	12.208	0.007	0.004	0
Si	46.251	10.85	12.223	0.003	0.003	-0.005
Si	48.965	13.564	12.226	0.008	0.005	0.003
Si	50.322	17.636	13.55	0.004	-0.008	-0.002
Si	53.033	4.057	13.561	-0.005	-0.005	-0.002
Si	50.309	6.761	13.572	-0.002	0.002	0.007
Si	53.024	9.489	13.579	-0.006	0.004	0.009
Si	50.315	12.187	13.589	0.002	0.007	0.011
Si	53.035	14.919	13.545	-0.003	0.004	-0.003
Si	55.748	17.65	13.573	-0.006	-0.002	0.004
Si	58.463	4.064	13.615	0.002	-0.014	0.009
Si	55.763	6.778	13.601	-0.003	-0.005	0.011
Si	58.453	9.491	13.595	0	0.005	0.002
Si	55.758	12.212	13.571	-0.008	0.008	0.003
Si	58.445	14.94	13.58	-0.006	0.005	-0.001
Si	44.892	17.642	13.612	-0.01	-0.001	0.004
Si	47.579	4.047	13.575	-0.005	0.015	0.001
Si	44.896	6.762	13.59	-0.004	-0.003	-0.004
Si	47.607	9.484	13.578	-0.006	-0.004	-0.001
Si	44.896	12.196	13.597	0.005	-0.009	0.003
Si	47.597	14.913	13.597	-0.003	-0.001	0.008
Si	48.972	16.283	14.93	0.01	0.007	0.001
Si	51.675	2.68	14.903	0.004	-0.003	0.001
Si	48.925	5.412	14.928	-0.011	-0.011	-0.002
Si	51.657	8.121	14.938	-0.007	-0.001	0.002
Si	48.942	10.833	14.966	0.001	-0.005	0.004
Si	51.7	13.551	14.92	0.011	-0.003	-0.003
Si	54.391	16.267	14.91	-0.003	-0.005	-0.003
Si	57.103	2.681	14.956	-0.003	-0.011	0.005
Si	54.39	5.407	14.94	-0.001	-0.004	-0.004
Si	57.137	8.125	14.987	0.009	0.004	0.005
Si	54.402	10.849	14.928	0	-0.002	0.004
Si	57.119	13.562	14.949	0.012	-0.002	-0.002
Si	43.544	16.276	14.987	0.012	0.002	0.004
Si	46.25	2.684	14.971	0.008	0.006	0.002
Si	43.558	5.385	14.956	0.01	0.009	0.006
Si	46.261	8.118	14.944	0.006	0.002	-0.001
Si	43.554	10.834	14.977	0.005	0.006	0.002
Si	46.251	13.532	14.975	-0.003	0.005	0.002
O	67.778	10.722	22.191	-0.026	-0.002	0.305
O	67.127	15.429	22.705	-0.078	0.081	0.167
O	65.314	8.018	25.871	-0.284	0.492	-0.328
O	63.537	17.09	23.257	0.09	-0.128	0.304
O	65.742	8.609	22.188	0.034	0.187	0.196
O	62.956	10.547	25.198	0.072	-0.053	0.21
O	67.175	17.173	24.572	-0.222	-0.113	0.456
O	12.881	11.219	28.447	0.4	-0.454	-0.546
O	65.692	19.088	25.572	-0.104	-0.529	0.363
O	61.422	15.665	22.865	-0.016	-0.01	0.09
O	59.715	18.883	22.328	-0.031	-0.241	0.299
O	10.787	16.407	33.13	-0.121	-0.029	-0.543
O	62.522	15.416	25.199	0.162	0.17	0.275
O	59.786	8.077	22.214	-0.011	-0.177	0.551
O	66.882	8.981	32.188	-0.466	-0.018	-0.254
O	59.892	13.737	21.95	0.039	0.056	0.134
O	6.763	9.21	31.962	-0.382	0.289	-0.548
O	10.572	15.189	26.976	-0.043	0.366	0.682
O	7.692	20.833	32.345	0.145	-0.294	-0.066
O	9.761	6.161	32.796	0.593	-0.061	-0.317
O	67.363	7.787	27.418	0.21	-0.158	-0.274
O	65.638	20.453	29.511	0.261	0.228	-0.037
O	6.982	8.833	24.949	-0.295	0.303	0.051
O	11.31	20.225	32.319	-0.074	0.176	-0.069
O	5.644	8.1	22.138	-0.149	0.139	0.527
O	12.437	8.545	32.696	0.479	-0.17	0.06
O	67.958	13.581	33.059	-0.123	-0.196	-0.345
O	69.732	12.118	31.97	0.295	0.109	-0.161
O	63.461	17.616	31.61	0.153	-0.208	-0.242
O	14.511	6.509	27.136	-0.12	0.594	-0.067
O	64.155	20.306	27.347	-0.104	-0.323	-0.092
O	68.912	7.262	32.156	0.133	-0.102	-0.415
O	67.156	19.736	23.455	0.284	0.241	0.214
O	65.922	15.963	29.447	-0.057	0.268	-0.467
O	65.367	13.569	22.157	-0.26	0.014	0.442
O	7.155	4.427	22.896	-0.205	-0.292	0.554
O	69.436	6.518	28.624	0.238	0.162	-0.333
O	2.928	2.639	0.146	-0.023	0.219	-0.014
O	64.234	11.431	23.079	0.182	-0.629	0.033
O	16.119	10.804	33.073	-0.005	0.045	-0.414
O	69.016	18.146	32.037	-0.382	0.451	-0.133
O	9.096	14.033	30.162	0.329	0.098	0.069
O	65.368	11.431	25.614	0.486	-0.233	-0.344
O	67.304	6.968	24.481	-0.126	0.351	0.058
O	13.428	7.455	30.432	-0.112	-0.129	-0.45
O	61.364	19.874	25.914	-0.114	0.219	0.621
O	60.998	13.296	24.536	0.129	0.107	-0.425
O	69.044	13.083	27.596	-0.011	0.086	-0.226
O	56.918	15.948	25.533	0.373	0.078	0.011
O	12.481	14.567	32.205	-0.319	0.045	-0.456
O	64.983	7.585	28.506	0.151	-0.19	0.423
O	9.098	12.132	31.922	-0.243	-0.092	0.048
O	13.421	19.036	33.273	-0.119	-0.081	-0.159
O	3.945	6.233	22.944	-0.309	-0.581	-0.008
O	63.24	19.461	29.698	-0.345	0.337	-0.126
O	8.792	18.234	32.709	-0.273	0.653	-0.042
O	66.592	15.316	31.829	-0.231	0.228	-0.046
O	6.776	10.021	27.866	0.489	-0.081	-0.599
O	5.424	16.368	32.926	0.085	-0.124	-0.106
O	8.577	10.811	25.037	-0.219	-0.003	0.495
O	5.472	15.017	27.136	-0.475	0.422	-0.039
O	60.148	6.841	27.168	-0.069	-0.082	0.542
O	8.71	16.561	30.716	0.642	0.01	-0.311
O	8.985	12.379	23.057	-0.337	-0.136	0.206
O	63.46	5.646	29.296	-0.455	-0.152	0.298
O	62.682	7.318	27.382	0.234	0.17	-0.226
O	63.598	4.094	24.743	0.01	0.006	-0.39
O	5.32	20.757	30.04	0.164	0.399	0.244
O	4.907	18.199	29.671	0.246	-0.487	-0.133
O	65.186	18.824	22.163	-0.332	0.187	0.149
O	67.796	8.124	29.915	-0.475	-0.201	0.16
O	69.198	20.412	27.823	-0.074	-0.126	0.175
O	14.673	7.199	32.596	0.127	0.47	0.085
O	57.865	6.473	23.06	-0.05	0.273	0.501
O	68.466	16.284	30.213	0.311	-0.214	-0.348
O	63.58	13.129	24.898	0.514	0.513	-0.008
O	10.853	10.659	33.161	0.181	0.096	-0.336
O	61.52	9.806	23.17	0.051	0.379	-0.091
O	63.872	14.871	30.789	0.109	0.312	0.252
O	66.652	20.091	31.957	-0.068	-0.376	-0.211
O	7.754	6.792	31.146	-0.155	-0.271	-0.164
O	56.61	13.741	26.778	-0.516	-0.534	-0.354
O	6.314	7.537	27.036	0.284	-0.256	0.059
O	5.593	19.56	25.995	0.128	-0.159	-0.393
O	16.304	21.707	33.368	-0.064	-0.202	-0.366
O	66.593	12.338	27.827	-0.039	0.444	0.036
O	13.169	13.318	30.036	-0.65	0.055	-0.169
O	65.631	5.411	25.693	0.442	-0.128	0.11
O	65.737	9.904	27.695	0.005	-0.084	0.284
O	60.315	10.853	25.23	-0.224	-0.343	0.628
O	68.035	4.95	30.077	-0.129	0.448	0.348
O	64.099	14.499	28.217	0.434	0.103	-0.543
O	7.782	9.706	22.71	0.395	0.37	-0.091
O	9.006	4.948	24.682	0.148	0.358	-0.253
O	63.994	11.908	27.862	-0.282	-0.228	-0.044
O	15.027	12.869	28.268	0.326	-0.59	-0.124
O	63.518	16.906	29.119	-0.251	0.104	-0.729
O	69.153	5.22	25.403	0.178	0.067	0.191
O	5.397	19.057	22.019	0.04	0.043	0.232
O	58.864	4.996	25.894	0.588	0.02	-0.14
O	9.928	18.763	30.453	0.12	-0.507	-0.639
O	6.343	12.59	27.648	0.28	0.135	0.098
O	14.188	12.5	32.318	-0.028	-0.263	-0.316
O	14.466	7.249	23.14	0.3	0.46	0.568
O	64.714	6.801	23.62	-0.416	-0.1	0.234
O	59.495	19.427	28.609	-0.029	0.22	-0.499
O	3.833	17.219	22.907	0.222	0.204	0.38
O	6.053	14.52	23.064	-0.044	-0.101	0.372
O	61.842	6.019	25.253	-0.092	0.051	-0.272
O	60.825	17.673	27.275	0.483	-0.321	-0.1
O	8.647	6.587	22.725	0.001	0.232	0.255
O	12.432	9.965	30.585	0.486	0.34	0.333
O	4.571	7.674	25.056	-0.269	0.463	0.229
O	12.096	14.553	25.035	0.243	-0.604	-0.38
O	7.953	16.286	22.208	0.065	0.041	0.42
O	9.818	4.757	27.168	0.034	-0.031	0.536
O	5.415	5.544	33.104	-0.147	0.073	-0.298
O	51.085	18.758	30.076	-0.119	-0.313	-0.269
O	61.244	17.861	29.947	-0.15	0.064	0.29
O	34.455	12.221	27.764	0.306	-0.472	0.116
O	8.135	11.755	29.396	0.083	-0.102	-0.173
O	67.567	18.706	29.941	-0.438	-0.162	-0.478
O	30.96	6.437	23.163	-0.095	-0.28	0.227
O	62.739	8.114	29.883	-0.091	0.347	-0.422
O	9.846	15.553	24.458	-0.511	0.181	-0.313
O	19.853	18.974	26.123	-0.342	-0.09	0.145
O	34.786	9.804	23.383	0.106	-0.155	0.442
O	9.636	7.054	28.548	-0.647	-0.292	0.045
O	61.402	4.309	23.321	0.284	0.378	0.155
O	68.315	19.118	25.751	0.149	-0.417	0.29
O	7.103	14.77	31.749	-0.247	-0.205	-0.06
O	20.067	11.828	22.908	0.142	-0.195	0.303
O	18.127	15.578	22.865	0.094	-0.36	0.384
O	48.756	10.853	32.991	0.071	-0.036	-0.343
O	12.149	15.581	22.715	0.516	0.483	0.14
O	16.391	8.408	22.025	0.124	0.04	0.149
O	13.489	11.329	25.178	0.165	-0.046	0.308
O	24.071	18.508	29.877	0.121	-0.203	-0.391
O	25.704	13.216	27.776	-0.011	-0.016	-0.328
O	13.342	20.458	26.584	-0.581	-0.34	0.044
O	10.849	13.603	21.833	0.232	-0.205	0.142
O	11.809	19.56	22.94	0.242	-0.099	0.078
O	27.071	16.298	33.06	-0.12	-0.129	-0.404
O	42.467	14.523	24.209	0.12	-0.044	0.503
O	10.759	8.151	21.9	-0.067	0.101	0.309
O	17.731	8.909	32.249	-0.263	-0.022	-0.211
O	14.612	17.381	22.814	-0.484	-0.148	0.237
O	23.088	10.12	32.239	-0.305	-0.004	0
O	27.053	15.356	28.806	0.425	-0.096	-0.011
O	23.711	20.576	32.276	-0.205	-0.529	-0.281
O	25.821	6.003	32.377	0.315	-0.167	-0.347
O	18.981	5.269	26.336	-0.061	-0.226	0.545
O	16.852	14.315	29.583	0.31	-0.183	0.161
O	23.419	6.95	24.171	0.328	-0.025	0.374
O	28.573	21.2	31.776	-0.144	-0.065	-0.203
O	22.812	9.293	23.057	0.251	0.292	0.523
O	29.043	9.332	32.162	0.022	0.137	-0.325
O	18.991	13.6	32.97	0.137	0.143	-0.486
O	20.48	11.783	31.839	0.324	0.017	-0.118
O	15.357	17.597	32.36	0.26	-0.166	-0.021
O	11.027	11.618	24.517	0.322	0.432	-0.103
O	21.462	14.688	28.378	0.06	-0.29	0.457
O	69.051	15.082	24.363	0.023	0.14	0.355
O	18.248	7.561	30.047	0.134	0.157	-0.535
O	17.685	4.313	23.087	-0.113	-0.291	0.384
O	12.499	13.478	27.498	-0.373	-0.105	0.087
O	16.387	13.827	22.031	0.106	-0.022	0.264
O	23.382	4.556	23.074	-0.359	-0.338	0.447
O	38.419	20.257	29.272	0.022	-0.21	0.447
O	24.472	8.142	33.126	-0.147	-0.109	-0.524
O	14.889	12.221	23.28	-0.321	-0.293	0.129
O	32.476	10.838	33.089	-0.173	0.038	-0.23
O	19.679	17.572	32.349	-0.396	0.116	-0.002
O	23.433	12.458	31.044	-0.709	0.227	-0.361
O	16.021	11.571	25.677	-0.004	-0.282	0.065
O	18.665	6.606	24.127	-0.173	0.366	-0.195
O	31.012	9.293	30.375	0.384	-0.127	-0.182
O	17.902	10.343	22.949	-0.165	0.145	0.208
O	8.184	19.215	26.163	0.082	-0.103	0.032
O	9.271	13.263	25.596	-0.149	-0.197	0.271
O	19.781	11.541	29.233	-0.292	0.421	0.077
O	37.588	9.753	27.264	-0.407	-0.035	0.117
O	28.634	14.328	32.312	-0.244	-0.162	-0.403
O	6.783	6.274	24.689	-0.118	-0.349	0.049
O	25.529	12.88	32.501	0.292	0.074	-0.07
O	29.924	19.198	32.924	-0.091	-0.045	-0.263
O	11.804	17.294	24.479	0.604	0.095	0.458
O	19.487	5.611	21.895	-0.021	-0.332	-0.3
O	19.878	9.435	30.84	0.396	0.012	0.016
O	62.336	13.133	29.631	-0.351	-0.202	-0.224
O	25.362	18.089	32.135	-0.49	-0.034	-0.126
O	17.02	17.782	23.842	0.233	0.329	-0.073
O	17.367	15.361	31.991	0.31	0.187	-0.151
O	32.599	11.478	29.658	0.222	-0.076	0.71
O	21.767	16.291	33.152	-0.098	0.016	-0.345
O	21.584	17.129	25.207	0.278	0.311	-0.28
O	22.261	17.208	28.6	0.288	-0.108	-0.354
O	9.622	21.279	30.563	-0.117	0.254	-0.574
O	25.365	14.072	30.226	-0.053	0.389	-0.145
O	26.094	12.437	23.008	0.433	-0.111	-0.015
O	53.213	10.378	26.904	0.102	-0.15	0.079
O	44.252	12.421	24.427	0.359	0.138	0.313
O	32.062	13.285	27.926	-0.079	0.28	0.068
O	11.999	6.925	24.129	-0.144	-0.148	0.034
O	24.577	10.744	27.509	0	-0.104	-0.307
O	20.139	16.436	29.958	-0.439	-0.374	0.035
O	16.513	19.337	30.648	-0.235	0.331	-0.276
O	16.078	19.195	21.725	0.109	-0.009	0.394
O	39.783	9.088	28.526	0.402	-0.402	0.425
O	21.533	4.66	26.404	0.383	0.113	0.031
O	31.043	7.609	32.361	-0.047	-0.061	-0.196
O	36.009	7.078	32.283	-0.22	-0.358	-0.317
O	41.994	9.246	27.019	0.102	0.527	0.016
O	14.679	13.793	25.472	0.07	-0.039	0.065
O	27.227	10.976	33.128	-0.005	0.066	-0.555
O	12.45	10.022	22.979	0.543	0.3	0.052
O	14.921	14.804	31.33	0.038	0.275	0.395
O	18.196	19.989	32.524	0.206	-0.015	0.081
O	10.483	7.098	26.169	-0.462	-0.131	-0.036
O	27.726	5.625	29.219	-0.04	-0.165	-0.133
O	22.109	14.641	25.798	0.019	-0.146	-0.296
O	23.998	8.337	28.733	-0.347	0.157	-0.02
O	22.037	19.87	28.764	-0.608	0.151	0.204
O	32.574	5.621	33.095	-0.037	0.102	-0.299
O	15.726	15.282	27.429	-0.045	0.482	0.212
O	27.643	12.819	29.426	-0.077	-0.562	0.282
O	43.835	13.682	22.176	-0.157	-0.381	-0.521
O	16.914	7.011	25.946	-0.112	0.618	-0.432
O	47.599	17.451	32.137	0.162	-0.35	-0.308
O	18.162	5.011	30.287	0.384	0.247	-0.346
O	19.729	10.011	24.744	-0.186	-0.318	-0.031
O	61.481	14.467	31.876	0.03	-0.069	-0.52
O	25.038	5.086	25.052	0.414	0.285	0.066
O	14.044	5.053	24.368	0.231	0.002	-0.253
O	41.792	20.148	24.513	-0.254	-0.391	-0.451
O	16.087	16.786	30.092	0.203	0.13	-0.5
O	20.114	4.403	24.188	0.587	-0.351	-0.366
O	21.661	19.176	22.079	-0.163	-0.184	0.311
O	55.179	8.37	29.523	0.593	-0.059	-0.025
O	25.697	20.319	30.69	0.647	0.001	-0.301
O	25.291	6.101	28.51	-0.203	-0.217	0.078
O	23.127	12.876	27.427	-0.173	0.032	0.331
O	30.596	12.505	32.308	-0.322	-0.346	-0.409
O	27.012	7.051	26.938	0.055	-0.369	-0.662
O	32.285	18.938	22.089	-0.209	-0.032	0.227
O	41.741	6.232	23.281	0.107	0.252	0.184
O	19.552	17.782	22.892	0.082	-0.019	0.428
O	37.669	16.048	27.12	0.055	0.16	-0.716
O	56.098	5.992	24.948	-0.248	-0.176	-0.014
O	30.279	16.762	22.256	0.063	-0.011	0.293
O	23.945	6.228	30.582	-0.285	0.238	0.404
O	37.503	7.485	25.664	0.4	-0.038	0.339
O	29.939	11.293	29.177	-0.482	-0.132	0.048
O	34.736	7.689	30.112	-0.185	0.445	-0.403
O	21.688	13.669	22.149	-0.026	-0.203	0.413
O	57.916	14.993	30.451	0.304	0.35	0.214
O	22.913	15.565	23.425	-0.044	0.011	0.059
O	23.965	20.331	27.178	-0.01	-0.283	0.189
O	21.59	5.524	33.1	-0.189	-0.168	-0.271
O	6.578	17.349	27.173	-0.022	0.039	0.013
O	18.978	16.65	25.114	-0.201	-0.295	0.188
O	14.104	18.729	30.317	-0.482	-0.365	-0.043
O	19.753	7.214	32.229	0.205	-0.163	-0.45
O	24.73	10.366	30.1	0.606	-0.123	0.329
O	19.059	18.876	30.236	-0.029	0.025	-0.45
O	22.038	10.603	29.976	0.01	-0.342	-0.507
O	31.061	13.082	25.54	0.117	0.451	-0.436
O	45.522	14.774	32.109	-0.052	-0.14	-0.242
O	20.053	16.662	27.364	-0.637	-0.123	0.007
O	53.97	10.665	29.94	-0.114	0.184	-0.629
O	25.356	18.858	25.587	-0.158	0.184	-0.407
O	12.946	5.461	22.126	0.095	0.447	-0.244
O	9.709	18.065	23.047	-0.358	-0.042	0.456
O	23.7	14.786	32.159	-0.115	0.144	-0.254
O	36.449	11.776	23.048	-0.182	-0.018	0.362
O	34.608	15.469	22.925	0.17	-0.132	0.135
O	33.582	8.449	26.305	0.377	0.343	0.002
O	28.164	17.494	27.795	0.052	-0.143	-0.345
O	32.8	8.213	22.42	0.131	0.068	0.281
O	31.105	8.185	25.919	0.181	-0.115	-0.368
O	39.36	18.099	27.986	0.595	-0.455	0.07
O	41.782	16.262	28.035	-0.195	0.394	0.203
O	32.719	19.518	25.336	-0.447	-0.435	0.176
O	28.241	15.524	23.311	0.338	-0.115	0.521
O	27.255	19.135	22.326	-0.186	-0.183	0.384
O	43.475	16.336	32.89	-0.175	-0.076	-0.585
O	25.926	16.799	22.922	-0.28	-0.036	0.065
O	27.09	8.16	22.171	0.084	-0.102	0.304
O	34.059	8.913	32.298	-0.303	0.032	-0.578
O	24.871	12.413	25.454	-0.409	-0.292	-0.284
O	38.867	9.954	32.104	0.304	0.01	-0.313
O	39.585	19.821	32.17	-0.173	-0.291	-0.226
O	42.513	6.65	32.044	0.211	0.422	-0.598
O	34.563	6.548	27.787	-0.042	0.16	-0.159
O	32.609	19.146	30.025	-0.363	0.305	0.003
O	46.119	16.359	25.315	-0.127	0.363	0.221
O	44.44	21.204	32.443	0.247	0.048	-0.181
O	38.424	8.37	22.195	0.137	0.098	0.236
O	45.453	9.44	32.199	0.142	-0.506	-0.088
O	35.315	13.632	32.93	-0.251	-0.072	-0.227
O	54.399	7.954	22.014	0.139	-0.151	0.163
O	31.909	17.507	32.483	0.376	0.307	-0.3
O	44.959	10.439	29.833	-0.371	0.217	0.336
O	37.05	17.664	29.031	-0.039	-0.056	-0.01
O	10.884	7.86	30.674	-0.086	-0.378	0.345
O	42.267	18.513	26.593	0.092	0.309	0.326
O	34.067	4.125	23.243	0.507	0.634	0.241
O	30.351	18.117	29.092	-0.485	-0.173	0.545
O	32.771	13.687	22.331	0.031	-0.091	0.354
O	39.758	4.551	23.053	-0.286	0.022	0.394
O	36.547	5.932	29.485	0.358	0.079	0.514
O	40.688	8.258	32.948	0.074	0.165	-0.467
O	31.143	11.791	23.311	-0.145	-0.164	0.266
O	54.519	15.328	26.737	-0.234	0.392	0.434
O	36.518	17.789	31.745	-0.195	0.078	-0.035
O	39.981	12.766	30.141	-0.276	-0.616	0.2
O	32.202	10.6	25.465	0.346	0.153	-0.057
O	35.166	6.57	25.221	-0.171	0.073	-0.259
O	45.798	7.858	30.133	-0.32	-0.083	-0.584
O	55.552	8.554	25.369	0.198	0.049	-0.029
O	14.21	21.023	28.903	0.345	0.184	0.132
O	54.245	5.455	32.946	0.24	0.112	-0.37
O	37.216	9.845	24.661	0.055	-0.082	-0.172
O	12.022	6.014	27.968	0.161	0.147	0.257
O	58.143	5.426	28.306	-0.531	0.107	0.155
O	11.993	20.188	29.848	-0.164	-0.326	-0.442
O	41.817	12.819	32.032	0.34	-0.201	-0.354
O	48.832	16.916	29.995	0.297	0.028	-0.313
O	26.611	17.869	29.865	0.485	0.192	-0.021
O	36.864	6.547	23.254	-0.032	-0.435	0.038
O	58.847	14.432	28.025	0.842	-0.002	-0.176
O	30.177	4.936	29.683	0.272	-0.349	0.278
O	41.495	17.928	32.116	0.073	-0.462	-0.447
O	34.14	17.902	23.749	-0.237	-0.068	-0.225
O	33.603	15.486	32.206	0.262	-0.057	-0.555
O	36.55	13.556	26.663	0.348	-0.323	-0.135
O	38.12	16.278	33.019	-0.124	-0.069	-0.174
O	43.729	7.481	26.1	-0.103	-0.032	-0.411
O	14.834	18.891	24.948	-0.047	-0.115	0.029
O	28.975	8.535	27.279	0.535	0.262	0.112
O	41.452	14.899	30.326	0.104	0.539	0.315
O	42.004	12.137	23.213	-0.21	-0.356	0.656
O	31.695	20.554	27.515	0.581	-0.246	0.302
O	54.311	19.054	22.118	-0.031	0.049	0.392
O	24.103	16.482	25.543	0.077	0.045	-0.005
O	30.651	4.669	25.064	-0.263	-0.25	0.279
O	35.193	19.119	29.972	0.176	0.197	-0.367
O	34.956	16.462	30.076	-0.565	0.006	0.426
O	34.014	5.128	29.917	-0.231	0.253	0.169
O	27.245	9.579	25.759	-0.184	-0.216	-0.196
O	29.213	19.92	27.587	-0.503	0.012	-0.16
O	36.384	20.6	27.586	-0.68	-0.205	0.291
O	46.908	6.892	32.224	-0.13	0.055	-0.146
O	25.462	6.166	22.767	0.419	-0.087	-0.075
O	22.692	6.088	28.261	-0.304	0.2	-0.03
O	55.254	11.696	27.891	-0.044	0.011	0.122
O	43.447	10.974	32.965	0.132	0.105	-0.559
O	28.234	10.155	23.344	0.171	0.312	0.053
O	31.076	15.065	32.112	-0.118	0.145	0.29
O	34.024	20.009	32.126	0.292	-0.076	-0.244
O	40.832	6.963	27.429	0.694	-0.259	0.238
O	43.014	4.883	26.529	-0.371	0.123	0.261
O	26.144	14.48	24.461	-0.366	0.036	0.287
O	35.329	11.518	25.391	-0.379	-0.044	0.346
O	37.225	4.831	25.197	0.353	-0.104	-0.263
O	48.865	5.518	33.158	0.072	-0.024	-0.242
O	32.518	17.471	27.87	0.515	0.099	-0.242
O	45.849	13.559	29.802	0.024	-0.422	-0.132
O	32.839	5.875	25.879	-0.057	0.15	-0.274
O	30.431	17.81	26.434	-0.267	0.399	-0.652
O	13.918	21.28	31.38	-0.284	-0.253	0.365
O	40.447	20.555	27.642	0.497	-0.052	-0.156
O	19.358	7.924	26.344	-0.108	0.211	0.436
O	32.788	16.241	25.652	-0.013	0.214	-0.378
O	67.554	13.942	29.677	0.257	-0.101	0.275
O	45.026	10.217	22.971	0.23	0.105	0.238
O	46.847	10.91	28.084	0.271	0.177	-0.357
O	44.568	9.654	27.451	0.388	-0.175	-0.078
O	32.159	16.492	30.169	0.01	-0.415	-0.082
O	47.755	6.413	23.53	-0.464	-0.299	0.304
O	38.106	19.061	22.182	-0.108	0.196	0.178
O	63.346	12.591	32.02	-0.062	-0.024	-0.18
O	40.757	19.175	29.905	0.182	-0.316	-0.091
O	46.82	19.592	24.947	-0.008	-0.283	-0.486
O	38.733	13.98	28.136	0.019	0.277	0.032
O	46.9	12.543	32.064	-0.167	-0.257	-0.399
O	47.341	19.595	27.517	0.116	0.397	0.222
O	50.451	17.045	27.509	-0.176	0.496	0.491
O	26.574	4.44	27.06	0.56	-0.429	0.084
O	36.597	17.2	23.172	0.423	0.063	0.292
O	36.381	9.454	31.312	-0.091	0.008	-0.153
O	29.135	6.792	25.029	-0.254	0.343	-0.314
O	43.681	16.285	26.266	0.135	-0.394	-0.431
O	42.065	20.421	31.831	0.182	-0.077	0.458
O	24.388	10.942	21.954	0.061	0.1	0.327
O	44.669	12.326	27.885	-0.318	-0.052	-0.424
O	30.849	15.381	27.026	-0.162	-0.061	-0.097
O	38.161	13.591	22.298	-0.129	-0.013	0.527
O	48.25	15.294	24.312	0.569	-0.023	-0.071
O	40.074	15.214	23.219	-0.039	-0.045	0.468
O	6.811	19.616	28.327	0.166	0.289	0.176
O	31.807	9.748	27.918	-0.16	-0.196	0.226
O	38.481	5.897	27.601	-0.236	0.336	-0.183
O	35.37	16.174	25.297	0.529	0.199	0.283
O	15.278	16.301	25.062	0.135	-0.158	0.012
O	51.03	9.704	22.942	-0.169	-0.187	0.264
O	39.52	11.548	27.826	0.278	-0.094	-0.325
O	59.106	18.672	25.499	-0.449	-0.215	-0.053
O	37.963	10.699	29.743	-0.137	0.39	-0.17
O	40.455	10.448	22.178	-0.067	-0.167	0.297
O	34.133	13.87	25.705	-0.378	-0.063	-0.612
O	34.405	15.542	27.667	-0.147	0.406	0.082
O	41.172	16.371	25.447	-0.609	0.229	0.116
O	43.576	14.515	28.922	0.093	0.015	0.363
O	28.866	4.812	23.141	-0.247	-0.104	0.542
O	35.244	19.527	25.46	-0.176	-0.008	0.205
O	39.736	14.391	32.23	-0.25	-0.136	-0.168
O	52.635	11.808	22.917	0.087	0.273	0.252
O	50.968	15.296	22.914	0.009	-0.019	0.19
O	48.709	9.109	27.995	-0.227	-0.17	0.117
O	47.214	17.351	23.094	-0.254	0.459	0.105
O	49.051	8.199	22.176	0.136	0.2	0.03
O	46.163	10.882	25.233	0.06	-0.306	0.608
O	16.963	6.008	28.225	0.276	-0.206	-0.027
O	56.705	15.874	28.214	-0.206	0.444	0.165
O	48.536	5.001	25.731	0.011	-0.002	0.46
O	45.838	15.163	23.021	-0.131	-0.243	0.182
O	43.603	18.891	22.183	-0.122	0.126	0.21
O	59.719	16.315	32.8	0.094	0.023	-0.679
O	49.136	14.94	26.844	-0.561	-0.137	0.232
O	43.464	8.063	22.369	-0.121	0.054	0.42
O	50.121	8.59	32.472	-0.456	-0.167	-0.207
O	7.201	18.776	30.724	-0.314	0.109	0.169
O	56.993	8.126	32.996	-0.073	-0.144	-0.164
O	59.019	16.881	29.045	0.016	0.16	-0.021
O	55.844	19.796	32.087	0.01	-0.249	-0.153
O	58.711	6.527	31.979	-0.206	-0.052	-0.548
O	49.897	6.79	27.921	0.231	-0.69	-0.168
O	48.644	19.463	30.738	-0.43	0.432	0.098
O	11.899	9.239	25.382	0.167	0.082	0.638
O	60.26	20.828	32.482	-0.206	-0.174	-0.265
O	57.666	7.328	26.515	0.393	0.309	-0.035
O	61.591	9.331	31.957	0.09	0.173	-0.566
O	51.528	13.64	33.009	-0.153	-0.071	-0.136
O	53.221	11.949	32.066	0.544	0.04	-0.214
O	46.079	19.243	33.103	0.094	0.157	-0.313
O	55.826	9.844	23.107	0.471	0.302	0.035
O	49.191	11.339	29.328	-0.331	0.334	0.632
O	45.616	14.864	27.436	0.677	-0.272	-0.256
O	52.483	7.333	32.21	0.233	-0.071	-0.497
O	51	4.167	23.05	0.284	-0.204	0.281
O	25.564	17.14	27.597	-0.517	0.242	0.238
O	49.122	13.572	22.116	0.131	-0.07	0.269
O	55.685	4.955	22.637	-0.465	0.469	0.283
O	50.241	4.984	29.786	0.302	-0.072	-0.416
O	10.763	9.515	28.628	-0.19	0.06	-0.758
O	47.551	11.875	23.285	-0.118	-0.244	-0.014
O	65.157	10.855	32.92	-0.089	-0.049	-0.217
O	52.732	18.089	32.001	-0.279	-0.111	0.057
O	56.237	13.069	29.936	-0.646	-0.038	-0.098
O	48.847	11.047	25.51	-0.132	-0.592	0.078
O	50.27	6.365	24.232	0.099	0.236	0.152
O	61.315	6.763	31.686	-0.1	0.003	0.251
O	50.61	12.112	27.313	-0.112	0.367	0.189
O	44.238	19.38	25.111	-0.011	-0.423	-0.225
O	37.076	11.874	32.022	-0.095	0.039	-0.301
O	50.961	8.739	26.5	0.288	0.119	-0.391
O	51.69	12.089	29.901	0.031	0.744	0.119
O	53.073	20.266	30.456	0.156	0.454	0.199
O	6.198	8.148	29.628	-0.191	-0.309	-0.061
O	57.985	12.778	31.946	0.137	-0.035	-0.345
O	62.278	19.258	33.042	0.191	-0.024	-0.512
O	8.022	15.353	26.502	-0.1	0.223	-0.13
O	52.256	5.02	25.239	0.153	0.384	0.338
O	51.988	9.767	31.287	0.173	0.143	-0.061
O	44.945	19.866	28.586	-0.302	-0.024	0.059
O	57.91	18.116	32.049	0.067	0.074	-0.385
O	50.867	16.95	24.929	-0.165	0.009	-0.151
O	50.107	15.486	31.883	-0.012	0.329	-0.296
O	55.267	17.918	27.4	0.105	-0.587	0.048
O	54.33	16.324	32.996	0.107	0.054	-0.355
O	18.378	11.067	27.061	-0.28	-0.556	0.341
O	55.641	17.914	24.669	-0.318	0.064	-0.275
O	62.023	13.47	26.993	-0.516	0.104	0.272
O	39.605	8.913	25.911	0.17	0.014	-0.368
O	58.814	12.04	23.417	-0.124	-0.131	0.295
O	46.194	5.308	30.111	0.126	-0.339	0.057
O	26.792	16.739	25.326	0.332	-0.009	0.417
O	69.608	8.996	28.073	-0.304	0.594	0.059
O	47.443	9.768	30.358	0.299	0.157	0.332
O	51.342	9.959	28.658	-0.275	-0.424	0.635
O	18.312	12.266	24.763	0.126	0.751	-0.316
O	44.917	6.077	27.925	0.534	0.637	0.13
O	49.033	18.976	22.195	0.046	0.072	0.268
O	50.854	7.529	30.218	0.326	0.16	-0.428
O	52.787	4.545	27.797	-0.499	0.187	0.017
O	63.627	7.643	32.299	0.539	0.331	-0.391
O	68.36	11.533	29.672	-0.204	-0.175	0.097
O	58.869	12.888	25.888	0.056	0.227	0.004
O	47.443	13.21	25.601	-0.582	-0.004	0.224
O	59.716	10.955	32.827	0.165	0.096	-0.395
O	5.251	13.184	25.317	0.341	-0.482	0.05
O	47.946	14.592	30.836	-0.028	-0.165	0.093
O	50.666	20.236	32.191	0.491	-0.384	0.01
O	55.23	6.844	27.305	-0.137	-0.451	0.132
O	60.006	5.258	30.023	0.246	-0.052	-0.378
O	54.014	6.128	29.496	-0.141	0.05	0.681
O	57.876	11.961	28.163	0.351	-0.391	0.217
O	54.209	19.756	25.829	-0.03	0.363	-0.237
O	65.125	5.586	32.99	0.075	-0.013	-0.357
O	51.744	18.992	26.328	-0.044	0.074	0.349
O	21.7	8.444	25.294	0.433	0.039	0.32
O	48.631	7.633	25.783	-0.486	0.285	-0.1
O	13.329	15.804	26.801	0.041	0.556	0.311
O	43.544	5.298	30.009	-0.523	0.342	-0.25
O	48.322	6.809	30.025	-0.025	0.1	-0.11
O	51.448	11.136	25.059	0.183	0.115	0.497
O	29.439	13.297	27.582	-0.461	-0.039	-0.3
O	57.823	17.193	23.235	0.227	0.053	0.366
O	57.643	3.988	23.933	-0.111	-0.368	-0.548
O	50.168	14.932	29.244	0.404	-0.407	0.067
O	26.493	9.223	28.322	0.149	0	0.531
O	8.625	8.996	30.07	0.106	0.459	0.082
O	15.914	6.472	30.48	0.066	0.186	-0.064
O	10.696	11.877	29.832	0.147	0.203	0.157
O	29.657	10.832	25.355	-0.066	-0.032	0.223
O	56.222	18.113	30.03	0.293	-0.62	-0.11
O	10.6	19.368	25.266	0.298	-0.132	0.358
O	20.72	10.032	27.193	0.318	-0.018	0.135
O	37.435	18.585	26.404	0.265	-0.099	-0.292
O	20.564	12.679	26.948	-0.093	0.103	-0.476
O	49.17	18.735	25.861	-0.105	-0.032	-0.35
O	45.593	17.55	27.524	-0.316	0.134	-0.061
O	52.76	17.186	23.11	0.268	0.18	0.168
O	49.99	13.34	25.048	0.293	0.267	-0.326
O	45.296	5.451	25.388	0.467	0.303	-0.066
O	55.181	9.586	31.954	-0.492	0.037	-0.118
O	57.788	20.212	30.437	-0.112	0.123	0.114
O	37.947	5.44	32.975	-0.038	0.118	-0.518
O	51.878	14.858	27.251	0.104	-0.223	0.365
O	53.476	12.972	26.339	-0.238	-0.142	-0.08
O	54.357	13.608	22.183	0.07	0.021	0.227
O	9.638	8.55	24.279	-0.111	-0.12	-0.361
O	55.782	15.607	23.177	-0.367	-0.129	0.201
O	4.092	12.735	23.044	0.087	-0.028	0.257
O	55.053	20.069	28.817	0.561	0.391	-0.151
O	53.629	17.918	29.486	-0.136	-0.66	-0.027
O	52.784	15.117	24.811	0.416	-0.373	-0.033
O	21.133	7.355	22.901	0.043	0.066	0.246
O	43.634	9.928	25.097	-0.58	0.079	-0.365
O	56.571	10.491	29.868	0.456	-0.334	-0.127
O	33.915	13.914	29.686	-0.283	0.179	0.501
O	55.114	11.151	25.32	0.513	0.481	-0.075
O	40.104	5.629	25.386	-0.354	0.171	0.018
O	46.596	18.263	29.767	-0.237	0.052	0.252
O	29.976	13.751	30.108	0.037	0.371	-0.359
O	7.133	15.43	29.055	-0.15	0.04	-0.066
O	56.825	19.637	26.307	0.006	0.185	0.534
O	45.358	4.323	23.032	0.394	0.54	-0.099
O	52.581	6.287	22.955	0.116	0.14	0.277
O	55.972	14.466	32.136	-0.231	-0.111	-0.352
O	42.041	16.938	23.069	0.22	0.168	0.37
O	53.39	9.58	24.137	-0.217	-0.659	0.258
O	21.609	18.422	30.832	0.287	0.221	0.524
O	30.007	6.188	27.417	-0.192	0.008	0.285
O	61.338	17.614	24.639	-0.229	0.243	-0.094
O	61.319	8.506	25.492	0.021	-0.126	0.092
O	69.286	9.708	31.325	0.36	-0.069	0.318
O	36.406	14.613	29.035	0.236	-0.406	0.3
O	29.201	7.241	30.6	-0.471	0.112	-0.217
O	41.277	13.619	28.029	0.364	-0.295	-0.622
O	27.454	12.117	25.086	0.161	0.169	0.364
O	17.366	13.362	27.107	0.588	0.179	-0.159
O	5.656	11.257	29.864	-0.018	-0.138	0.043
O	53.015	8.029	27.997	-0.119	-0.162	0.081
O	15.919	4.576	26.2	0.645	-0.339	-0.154

Results
total energy: -406619.081 eV
total energy less fixed offsets of O -438.35, Si -107.03 eV per atom: -6.281 eV
